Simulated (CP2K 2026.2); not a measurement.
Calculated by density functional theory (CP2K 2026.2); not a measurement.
Periodic cell of 2016 atoms, Si1440O576, from a study of silicon, its oxide and their interface. The atomic structure is a simulated model.
Doubt: the forces sum to 4.84 eV/angstrom along one axis rather than to zero, so they err by at least 0.0024 eV/angstrom per atom on average; the grid cutoff is modest.

Settings: functional PBE; method Gaussian and plane waves; basis set DZVP-MOLOPT-SR-GTH; pseudopotentials GTH-PBE; grid cutoff 300 Ry, relative cutoff 40 Ry; k points Gamma only; occupations fixed; spin none; net charge 0.

Cell vectors (angstrom)
a	65.28	0	0
b	0	16.32	0
c	1.6668	3.7356	33.5235

Atoms and the computed forces on them: element, x, y, z (angstrom), force x, y, z (eV/angstrom)
Si	1.128	-1.391	0.048	0.331	-0.123	0.704
Si	4.091	1.362	0.061	0.157	-0.253	0.696
Si	1.726	3.495	-0.37	-0.473	0.49	0.65
Si	3.679	7.23	-0.026	0.058	-0.128	0.733
Si	1.429	-6.936	0.339	0.027	-0.02	0.4
Si	4.41	-4.333	0.15	-0.158	0.104	0.726
Si	7.079	-1.742	0.398	0.056	0.16	0.752
Si	9.249	1.769	0.416	-0.004	-0.151	0.701
Si	7.023	3.97	0.241	-0.148	0.112	0.618
Si	9.752	6.678	0.067	-0.197	0.168	0.75
Si	6.568	9.772	0.223	0.077	-0.162	0.8
Si	9.345	12.476	0.243	0.097	-0.178	0.736
Si	12.48	-1.65	0.136	-0.152	0.152	0.712
Si	15.368	0.878	0.089	-0.131	0.13	0.753
Si	11.904	4.383	0.151	0.12	-0.116	0.747
Si	14.752	6.942	0.171	0.233	-0.189	0.658
Si	12.672	9.388	0.012	-0.491	0.273	0.564
Si	14.703	-3.747	0.5	-0.064	0.018	0.654
Si	17.526	-1.254	0.57	-0.028	0.032	0.553
Si	20.251	1.432	0.54	0.015	0.008	0.547
Si	18.03	3.572	0.067	-0.12	0.147	0.705
Si	19.896	7.018	0.119	0.23	-0.063	0.707
Si	17.784	-6.941	0.034	-0.19	0.213	0.701
Si	19.731	-3.364	0.072	0.085	-0.293	0.724
Si	22.252	-0.844	0.104	0.286	0.019	0.755
Si	25.492	1.605	-0.069	0.089	-0.231	0.698
Si	23.194	3.741	0.05	0.007	0.194	0.685
Si	26.032	6.523	-0.038	-0.297	0.276	0.696
Si	22.907	-6.822	-0.278	0.092	0.05	0.835
Si	25.866	-4.244	-0.095	-0.114	0.152	0.651
Si	28.778	-1.385	0.051	-0.238	0.024	0.709
Si	31.616	1.255	-0.023	-0.185	0.072	0.681
Si	28.182	4.152	0.026	0.33	-0.242	0.652
Si	31.409	6.43	-0.079	-0.137	0.248	0.639
Si	28.134	-6.498	-0.193	0.276	-0.166	0.649
Si	30.945	-3.656	-0.106	0.216	-0.19	0.791
Si	33.838	-0.955	-0.018	0.075	-0.199	0.682
Si	37.054	1.184	0.078	-0.149	0.238	0.719
Si	33.77	4.326	0.008	0.233	-0.137	0.708
Si	36.55	7.095	-0.133	0.125	-0.214	0.705
Si	34.222	-7.115	-0.033	-0.004	0.11	0.739
Si	37.021	-4.24	0.198	-0.184	-0.012	0.718
Si	39.287	-1.04	0.232	0.089	-0.203	0.654
Si	41.71	1.636	-0.021	0.35	-0.137	0.71
Si	39.744	4.095	0.05	-0.248	0.113	0.745
Si	-22.959	7.111	-0.12	-0.107	-0.128	0.769
Si	39.176	-6.466	-0.134	0.3	-0.308	0.737
Si	-23.03	-4.288	0.125	-0.082	0.196	0.68
Si	-20.454	-1.423	-0.163	-0.169	0.224	0.66
Si	-17.894	1.665	-0.153	0.242	-0.35	0.706
Si	-20.088	3.976	-0.142	-0.371	0.237	0.688
Si	-17.541	6.858	-0.049	0.144	-0.193	0.757
Si	-20.651	-6.382	-0.133	0.293	-0.228	0.622
Si	-17.184	-4.259	-0.083	-0.448	0.278	0.551
Si	-15.081	-1.553	-0.056	0.197	0.114	0.69
Si	-12.379	1.496	0.043	0.124	-0.13	0.739
Si	-14.582	3.75	-0.05	-0.197	0.225	0.78
Si	-11.807	6.466	0.187	-0.241	0.139	0.725
Si	-15.034	-6.561	0.055	0.147	-0.231	0.71
Si	-11.805	-4.454	0.11	-0.201	0.208	0.768
Si	-9.072	-1.754	0.139	-0.207	0.073	0.713
Si	-6.577	0.91	0.32	-0.035	0.126	0.681
Si	-9.522	4.29	0.126	0.068	-0.333	0.661
Si	-6.649	6.532	-0.103	-0.09	0.271	0.681
Si	-9.594	-6.589	0.408	-0.035	-0.14	0.693
Si	-6.934	-4.003	0.301	0.075	-0.11	0.74
Si	-4.412	-1.339	0.282	0.196	0	0.664
Si	-1.127	0.871	-0.031	-0.237	0.264	0.701
Si	-4.532	4.172	-0.038	0.175	-0.069	0.707
Si	-1.629	6.771	0.011	0.147	-0.012	0.643
Si	-3.669	-7.193	0.019	-0.191	0.047	0.742
Si	-0.783	-4.744	0.119	0.011	0.037	0.699
Si	2.797	-0.199	1.283	-0.015	0.018	-0.054
Si	5.488	2.663	1.435	-0.023	-0.004	-0.029
Si	2.646	5.354	1.042	0.009	-0.068	-0.036
Si	5.326	8.193	1.422	-0.034	-0.028	-0.063
Si	2.812	-5.463	1.505	0.02	-0.01	-0.04
Si	5.508	-2.888	1.649	-0.006	0.001	-0.058
Si	8.152	0.016	1.52	0.009	-0.021	-0.015
Si	10.85	2.882	1.629	0.013	0.028	-0.048
Si	8.196	5.551	1.474	0.014	0.008	-0.032
Si	10.932	8.281	1.292	0.032	0	-0.036
Si	8.162	10.89	1.516	-0.018	-0.005	-0.081
Si	10.897	-2.694	1.532	-0.004	-0.009	-0.054
Si	13.605	-0.016	1.403	-0.006	0.025	-0.1
Si	16.339	2.601	1.393	-0.009	0.014	-0.109
Si	13.561	5.412	1.45	-0.007	-0.006	-0.052
Si	16.294	-8.139	1.418	0.009	-0.003	-0.011
Si	13.54	-5.412	1.582	-0.013	-0.01	-0.045
Si	16.177	-2.607	1.836	0	0.009	-0.015
Si	18.916	0.073	1.837	0.003	-0.006	-0.03
Si	21.745	2.786	1.622	0.023	0.023	-0.051
Si	18.897	5.362	1.406	0.002	0.01	-0.065
Si	21.646	-8.155	1.224	-0.027	0.023	-0.057
Si	18.89	-5.266	1.26	0.037	-0.002	-0.037
Si	21.398	-2.502	1.513	0.018	-0.031	-0.066
Si	24.233	0.031	1.162	-0.016	-0.01	-0.067
Si	27.038	2.662	1.368	-0.036	-0.025	-0.04
Si	24.363	5.432	1.224	0.018	-0.01	-0.04
Si	27.092	-8.101	1.211	-0.008	0.009	0.003
Si	24.265	-5.426	1.168	0.024	0.021	-0.077
Si	27.069	-2.618	1.159	0.029	-0.004	-0.02
Si	30	0.117	1.324	0.02	0.008	-0.058
Si	32.689	2.769	1.386	0.007	-0.023	-0.062
Si	29.852	5.325	1.264	-0.033	0.007	-0.027
Si	32.562	-8.221	1.2	-0.012	-0.005	-0.056
Si	29.838	-5.39	1.073	-0.01	0.008	-0.047
Si	32.631	-2.608	1.2	0.008	-0.008	-0.052
Si	35.406	0.103	1.359	-0.004	-0.001	-0.026
Si	38.152	2.854	1.318	0.013	0.009	-0.077
Si	35.398	5.504	1.202	-0.01	-0.005	-0.068
Si	38.09	-8.079	1.209	-0.014	0.017	-0.037
Si	35.334	-5.458	1.268	0.007	-0.015	-0.05
Si	38.195	-2.704	1.467	0.004	0.01	-0.015
Si	40.774	0.153	1.543	0.036	0.042	-0.043
Si	-21.772	2.793	1.075	0.038	0.006	-0.04
Si	-24.359	5.694	1.248	0.037	-0.01	-0.089
Si	-21.552	-8.063	1.305	0.017	0.047	-0.061
Si	-24.516	-5.514	1.375	-0.035	-0.02	-0.039
Si	-21.79	-2.676	1.3	-0.004	0.01	-0.039
Si	-19.133	0.099	1.147	-0.008	-0.026	0.002
Si	-16.246	2.662	1.223	0	0.005	-0.019
Si	-18.896	5.445	1.264	-0.021	0.002	-0.038
Si	-16.167	-8.18	1.32	0.01	0.013	-0.047
Si	-18.957	-5.325	1.1	0.041	-0.01	0.007
Si	-16.186	-2.853	1.498	-0.018	0.01	-0.01
Si	-13.642	-0.097	1.215	-0.024	-0.026	-0.065
Si	-10.73	2.607	1.309	-0.025	0.032	-0.051
Si	-13.501	5.344	1.341	0.004	-0.031	-0.057
Si	-10.78	-8.243	1.522	0.001	0.022	-0.048
Si	-13.481	-5.475	1.417	-0.005	0.021	-0.052
Si	-10.761	-2.801	1.391	0.016	-0.026	-0.06
Si	-8.09	-0.229	1.612	-0.014	-0.03	-0.069
Si	-5.46	2.616	1.454	0.003	0.01	-0.047
Si	-8.053	5.443	1.474	0.05	0.011	-0.041
Si	-5.402	8.063	1.243	-0.01	-0.014	-0.027
Si	-8.112	-5.426	1.706	0	0.013	-0.03
Si	-5.431	-2.87	1.659	-0.026	-0.012	-0.041
Si	-2.706	-0.162	1.373	-0.026	0.01	-0.023
Si	0.039	2.575	1.114	0.037	-0.002	-0.071
Si	-2.85	5.263	1.291	-0.021	0.009	-0.047
Si	-0.045	7.921	1.401	-0.027	0.022	-0.002
Si	-2.53	-5.68	1.398	-0.036	0.034	-0.051
Si	0.075	-2.956	1.427	-0.032	0.027	-0.044
Si	1.392	1.245	2.598	-0.018	-0.02	0.038
Si	4.025	4.087	2.596	-0.005	0.018	0.03
Si	1.364	6.573	2.662	0.034	0.008	0.008
Si	4.093	9.496	2.899	-0.001	0.003	0.041
Si	1.448	-4.147	2.867	0.004	-0.012	0.018
Si	4.088	-1.444	2.806	-0.001	0.022	0.004
Si	6.771	1.332	2.871	-0.006	-0.003	0.021
Si	9.477	4.213	2.942	-0.02	0.014	0.035
Si	6.726	6.832	2.75	-0.001	0.011	0.015
Si	9.535	9.496	2.77	0.009	-0.022	-0.006
Si	6.851	12.14	2.999	0.006	-0.006	0.061
Si	9.554	-1.306	2.869	-0.019	-0.012	0.028
Si	12.257	1.392	2.773	-0.003	-0.042	0.01
Si	14.948	4.018	2.719	0.033	-0.005	0.007
Si	12.219	6.868	2.754	-0.023	0.011	0.029
Si	14.957	-6.793	2.835	0.019	0.01	0.016
Si	12.141	-4.104	2.919	0.003	0.013	0.031
Si	14.792	-1.24	3.037	-0.027	0.042	0.049
Si	17.543	1.456	3.029	-0.013	-0.002	0.048
Si	20.341	4.186	2.839	-0.015	-0.001	0.022
Si	17.585	6.763	2.772	0.002	0.014	0.033
Si	20.33	-6.68	2.583	-0.001	-0.008	0.019
Si	17.609	-4.096	2.884	0.03	-0.002	0.011
Si	20.26	-1.306	3.096	0.001	0.01	0.046
Si	23.1	1.338	2.806	0.008	-0.023	0.044
Si	25.732	4.118	2.677	-0.016	0.005	0.035
Si	23.026	6.822	2.604	0.008	-0.001	-0.008
Si	25.674	-6.775	2.57	-0.008	0.009	-0.003
Si	22.95	-3.994	2.565	-0.014	-0.013	-0.007
Si	25.676	-1.308	2.529	0.015	0.034	-0.01
Si	28.518	1.373	2.649	0.014	0.006	0.019
Si	31.219	4.053	2.689	0.007	0.002	0.032
Si	28.527	6.847	2.55	-0.022	-0.021	0.006
Si	31.218	-6.75	2.477	0.001	0.017	-0.01
Si	28.472	-4.028	2.507	0.028	0.008	0.028
Si	31.32	-1.289	2.666	-0.016	-0.021	0.035
Si	34.065	1.441	2.733	-0.001	-0.003	0.038
Si	36.723	4.163	2.619	-0.007	-0.007	0.029
Si	33.969	6.798	2.601	0.019	0.013	0.031
Si	36.729	-6.769	2.647	-0.002	-0.02	0.035
Si	33.966	-4.033	2.551	0.009	0.035	0.017
Si	36.728	-1.329	2.701	0.012	0.024	0.026
Si	39.417	1.523	2.811	-0.023	0.011	0.042
Si	-23.035	4.201	2.544	-0.01	-0.018	0.025
Si	-25.827	6.903	2.607	-0.011	0	0.004
Si	-23.073	-6.845	2.666	0.017	-0.013	0.037
Si	-25.738	-4.07	2.777	0.011	-0.019	0.014
Si	-23.072	-1.288	2.704	0.003	-0.013	-0.003
Si	-20.426	1.459	2.558	-0.03	-0.011	0.027
Si	-17.571	4.055	2.622	0.022	0.013	0.015
Si	-20.243	6.832	2.629	-0.036	-0.035	0.016
Si	-17.64	-6.766	2.555	0.011	0.018	0.014
Si	-20.333	-4.046	2.586	-0.025	-0.009	0.011
Si	-17.71	-1.342	2.551	-0.012	0.023	-0.039
Si	-14.949	1.274	2.633	0.016	-0.002	0.012
Si	-12.124	3.975	2.704	0.007	-0.014	0.029
Si	-14.856	6.742	2.683	0.005	-0.013	0.006
Si	-12.205	-6.888	2.804	0.003	0.009	0.032
Si	-14.819	-4.157	2.832	0.005	-0.012	0.046
Si	-12.226	-1.416	2.628	-0.019	-0.014	0.002
Si	-9.483	1.249	2.768	-0.011	0.021	0.017
Si	-6.79	3.981	2.816	-0.004	0.004	0.018
Si	-9.406	6.754	2.861	-0.013	-0.008	0.035
Si	-6.681	-6.922	2.767	0.015	-0.03	0.002
Si	-9.499	12.259	2.949	-0.017	0.028	0.04
Si	-6.749	-1.508	3.015	-0.001	0.011	0.046
Si	-4	1.28	2.751	0.006	-0.021	-0.008
Si	-1.334	3.937	2.557	0.009	-0.004	-0.002
Si	-4.119	6.679	2.709	0.016	0.019	0.012
Si	-1.295	-7.004	2.844	0.016	-0.024	0.024
Si	-3.927	-4.272	2.757	0.008	-0.029	0.014
Si	-1.35	-1.551	2.723	0.02	0.016	0.011
Si	0.028	-0.102	4.021	0.012	-0.007	-0.035
Si	2.698	2.674	3.993	-0.005	-0.004	-0.043
Si	-0.02	5.283	4.033	-0.042	-0.006	0.016
Si	2.679	8.03	4.08	0.008	0.003	-0.023
Si	0.051	-5.559	4.152	-0.02	-0.002	-0.023
Si	2.751	-2.762	4.212	0.019	-0.018	0.01
Si	5.399	-0.038	4.176	0.009	-0.001	0.016
Si	8.125	2.74	4.194	0.02	-0.003	-0.011
Si	5.379	5.404	4.057	-0.014	-0.009	-0.002
Si	8.126	8.156	4.122	-0.006	0.016	-0.003
Si	5.448	10.806	4.293	0.008	-0.002	-0.006
Si	8.184	-2.698	4.227	0	0.007	-0.026
Si	10.901	0.054	4.194	0.018	-0.003	-0.005
Si	13.595	2.733	4.157	0.011	-0.013	0.002
Si	10.879	5.553	4.21	0.007	0.02	-0.011
Si	13.568	-8.145	4.16	-0.011	-0.006	0.004
Si	10.796	-5.47	4.228	0.002	0.011	-0.004
Si	13.49	-2.721	4.277	0.005	-0.003	-0.017
Si	16.202	0.077	4.346	0.002	-0.016	-0.002
Si	19.002	2.821	4.227	-0.001	-0.013	-0.014
Si	16.237	5.425	4.133	-0.004	-0.01	-0.004
Si	19.005	-8.106	4.008	0.015	-0.001	-0.048
Si	16.274	-5.448	4.223	-0.006	-0.022	0.019
Si	18.917	-2.746	4.296	-0.025	0.004	-0.001
Si	21.742	0.059	4.24	0.018	0.005	0.001
Si	24.449	2.75	4.096	0.012	0.007	0.001
Si	21.73	5.539	4.106	0.022	0.011	0.016
Si	24.392	-8.142	3.977	0.005	-0.002	0.029
Si	21.683	-5.379	4.009	-0.02	0	-0.015
Si	24.383	-2.686	3.941	-0.031	0.015	0.014
Si	27.11	-0.002	3.939	-0.029	-0.003	-0.009
Si	29.854	2.725	4.04	0.016	0.004	0.001
Si	27.156	5.502	3.955	-0.002	-0.005	-0.006
Si	29.891	-8.105	3.903	0.008	-0.028	0.004
Si	27.115	-5.399	3.89	-0.008	0.008	-0.011
Si	29.874	-2.696	3.917	-0.007	0.003	-0.026
Si	32.672	0.05	4.037	-0.006	0.002	0.003
Si	35.405	2.814	4.047	-0.002	-0.004	0.005
Si	32.613	5.455	3.985	0.026	-0.018	-0.001
Si	35.343	-8.146	3.969	-0.005	0.01	-0.013
Si	32.589	-5.406	3.887	0.003	-0.013	0.024
Si	35.336	-2.713	3.987	-0.007	-0.008	0
Si	38.071	0.059	4.07	-0.001	0.01	-0.016
Si	-24.395	2.872	4.016	-0.003	0.011	-0.009
Si	-27.178	5.514	3.967	0.001	0.005	-0.002
Si	-24.451	-8.151	4.034	0.008	0.023	-0.001
Si	-27.187	-5.423	4.038	-0.011	-0.018	-0.004
Si	-24.392	-2.677	4.079	0.004	-0.006	0.003
Si	-21.696	0.076	4.007	0.021	-0.004	-0.003
Si	-19.003	2.733	3.958	0.013	-0.012	-0.003
Si	-21.667	5.48	3.965	0.042	0	0.007
Si	-18.934	-8.124	4	0.009	0.008	0.013
Si	-21.701	-5.423	3.966	0.011	-0.005	-0.009
Si	-19.011	-2.696	3.983	0.029	0.004	0.016
Si	-16.334	-0.044	3.988	-0.038	-0.009	0.022
Si	-13.56	2.633	4.017	0.008	0.008	-0.003
Si	-16.251	5.407	4.025	-0.001	-0.004	0.009
Si	-13.566	-8.241	4.124	0.001	-0.005	0.011
Si	-16.29	-5.504	4.048	-0.007	-0.024	-0.011
Si	-13.508	-2.737	4.115	0.004	0.009	0.006
Si	-10.895	-0.081	4.08	0.006	-0.021	-0.017
Si	-8.152	2.62	4.147	-0.002	0.01	0.004
Si	-10.818	5.351	4.119	-0.025	-0.006	-0.013
Si	-8.051	8.104	4.185	0.006	0.004	0.004
Si	-10.863	10.812	4.18	0.011	0.013	-0.025
Si	-8.141	-2.792	4.338	-0.014	0.005	0.019
Si	-5.352	-0.052	4.182	-0.01	0.002	-0.018
Si	-2.633	2.637	4.067	-0.013	0.003	0.01
Si	-5.417	5.345	4.145	-0.009	0.016	-0.016
Si	-2.733	8.002	4.133	-0.023	-0.006	-0.018
Si	-5.332	-5.574	4.135	-0.013	0.022	0.001
Si	-2.671	-2.854	4.148	0.002	0.012	0.006
Si	1.301	-1.399	16.362	-0.001	0.007	-0.019
Si	4.075	1.368	16.359	0.001	0.003	-0.001
Si	1.325	4.13	16.401	-0.008	0.012	-0.012
Si	4.084	6.829	16.405	0.016	-0.006	-0.017
Si	1.384	-6.806	16.41	0.022	0.003	0.008
Si	4.055	-4.112	16.449	-0.019	0.014	0.009
Si	6.782	-1.364	16.37	0.005	-0.001	-0.014
Si	9.473	1.348	16.35	0.002	-0.017	-0.015
Si	6.842	4.121	16.382	0.022	-0.01	-0.011
Si	9.542	6.839	16.468	0.001	0.003	0.004
Si	6.817	9.575	16.437	0.004	0.002	-0.002
Si	9.555	-4.08	16.418	-0.002	0.007	-0.003
Si	12.187	-1.385	16.311	-0.01	-0.016	-0.014
Si	14.91	1.395	16.264	-0.003	-0.007	-0.008
Si	12.216	4.134	16.363	0.012	-0.011	0
Si	14.941	-9.452	16.389	0.012	-0.014	-0.002
Si	12.263	-6.792	16.44	-0.01	-0.007	-0.005
Si	14.949	-4.134	16.331	0.014	-0.013	0.001
Si	17.669	-1.344	16.199	-0.008	0.013	-0.017
Si	20.424	1.423	16.217	0.015	0.036	-0.011
Si	17.668	4.168	16.271	0.018	-0.019	-0.006
Si	20.41	-9.446	16.269	0.014	-0.007	-0.015
Si	17.683	-6.755	16.356	0.01	0.012	0.005
Si	20.413	-4.059	16.251	0.001	0.005	-0.012
Si	23.169	-1.328	16.261	0.008	0.005	0.001
Si	25.87	1.396	16.262	0	-0.019	-0.003
Si	23.179	4.131	16.264	-0.025	-0.015	0
Si	25.882	-9.476	16.241	-0.002	0.001	-0.015
Si	23.144	-6.767	16.209	-0.011	0.006	-0.019
Si	25.876	-4.033	16.214	-0.009	-0.019	-0.001
Si	28.601	-1.325	16.212	0.007	0.002	-0.01
Si	31.296	1.42	16.227	-0.006	-0.001	-0.009
Si	28.612	4.122	16.256	0.002	-0.002	-0.01
Si	31.324	-9.5	16.261	0.003	0	0.002
Si	28.593	-6.776	16.249	-0.004	-0.005	0.001
Si	31.285	-4.071	16.236	0	-0.009	-0.003
Si	34.025	-1.3	16.218	0.01	0.006	-0.012
Si	36.72	1.366	16.27	-0.002	0	-0.005
Si	34.032	4.116	16.26	0.03	-0.005	-0.009
Si	36.706	-9.563	16.242	-0.01	0.001	-0.005
Si	33.966	-6.792	16.223	-0.009	-0.008	-0.007
Si	36.686	-4.089	16.203	-0.012	0.006	-0.006
Si	39.418	-1.33	16.232	-0.004	-0.003	-0.003
Si	-23.105	1.345	16.305	0.001	0.022	-0.002
Si	-25.849	4.053	16.272	-0.002	0	-0.004
Si	-23.147	-9.568	16.279	-0.015	0.006	-0.011
Si	-25.878	-6.849	16.254	-0.017	0.007	-0.003
Si	-23.125	-4.137	16.208	-0.003	-0.002	-0.014
Si	-20.381	-1.393	16.291	0.011	-0.01	0.001
Si	-17.671	1.298	16.326	0.005	0.011	-0.004
Si	-20.428	4.022	16.333	-0.001	-0.012	-0.005
Si	-17.721	-9.589	16.273	-0.003	-0.005	-0.01
Si	-20.425	-6.831	16.265	-0.004	0.002	-0.005
Si	-17.722	-4.122	16.309	0.004	-0.013	-0.005
Si	-14.972	-1.447	16.35	-0.011	0.007	0.002
Si	-12.209	1.258	16.345	0.013	0.001	-0.011
Si	-14.969	3.985	16.315	-0.008	0.004	-0.006
Si	-12.223	-9.579	16.359	0.014	0	-0.015
Si	-14.984	-6.875	16.292	0.009	-0.015	-0.013
Si	-12.247	-4.113	16.356	0.002	-0.008	-0.007
Si	-9.527	-1.434	16.398	-0.009	0.005	0
Si	-6.817	1.326	16.412	-0.013	-0.007	0.011
Si	-9.518	4.004	16.382	-0.017	0.002	-0.012
Si	-6.79	6.742	16.419	0.002	0.03	0.005
Si	-9.551	9.445	16.371	-0.022	0.002	-0.01
Si	-6.829	-4.16	16.371	0.007	-0.016	0.001
Si	-4.081	-1.386	16.356	0.013	0.004	-0.019
Si	-1.389	1.335	16.419	0.001	0.008	0.011
Si	-4.073	4.047	16.384	-0.001	-0.008	-0.009
Si	-1.322	6.765	16.397	0.005	-0.001	-0.014
Si	-4.117	9.494	16.404	0.008	-0.018	-0.016
Si	-1.412	-4.137	16.418	-0.026	0.025	0.003
Si	2.666	-0.003	17.647	0.015	-0.01	0.004
Si	5.48	2.739	17.677	0.003	0.013	-0.004
Si	2.704	5.494	17.758	-0.023	0	0.03
Si	5.435	8.215	17.756	-0.002	-0.008	-0.015
Si	2.688	-5.46	17.853	-0.01	-0.004	-0.006
Si	5.442	-2.714	17.738	0	0.02	0.011
Si	8.141	-0.026	17.737	0.008	0.013	0.011
Si	10.841	2.727	17.649	-0.018	0.01	-0.001
Si	8.166	5.479	17.811	0.008	-0.003	0.029
Si	10.951	8.17	17.852	-0.003	-0.013	-0.024
Si	8.241	10.887	17.814	0.022	-0.004	0.016
Si	10.898	-2.705	17.787	0.015	0.016	0.004
Si	13.558	-0.014	17.584	-0.009	0.013	-0.011
Si	16.262	2.803	17.56	-0.022	0.013	0.001
Si	13.571	5.501	17.741	-0.037	0.008	-0.014
Si	16.261	-8.037	17.752	-0.013	0.011	-0.004
Si	13.623	-5.442	17.816	0.035	-0.002	0.004
Si	16.347	-2.733	17.551	-0.002	0.002	0.002
Si	19.036	0.035	17.49	-0.004	-0.002	0.002
Si	21.782	2.779	17.575	0.005	-0.038	-0.029
Si	19.001	5.572	17.616	-0.021	0.01	-0.005
Si	21.799	-8.095	17.603	-0.001	0.014	0.009
Si	19.102	-5.406	17.674	0.001	0	0.017
Si	21.786	-2.708	17.578	-0.003	-0.015	0.02
Si	24.503	0.051	17.634	0.015	-0.022	0.023
Si	27.242	2.765	17.603	0.011	-0.019	0.004
Si	24.532	5.513	17.626	0.009	-0.007	-0.011
Si	27.255	-8.151	17.612	-0.003	-0.013	0.018
Si	24.504	-5.406	17.532	0.004	-0.002	0.013
Si	27.26	-2.695	17.564	-0.004	0.018	-0.022
Si	29.91	0.083	17.568	-0.002	-0.001	0.003
Si	32.694	2.734	17.597	-0.009	0.004	0
Si	30.002	5.447	17.632	-0.004	0.007	0.019
Si	32.644	-8.125	17.653	0.016	-0.009	0
Si	29.939	-5.431	17.634	0.009	-0.005	0.001
Si	32.654	-2.664	17.522	0.01	0.025	-0.003
Si	35.361	0.027	17.659	-0.004	-0.006	0.002
Si	38.07	2.711	17.648	-0.005	-0.009	0.026
Si	35.339	5.481	17.68	-0.011	0	0.002
Si	38.061	-8.254	17.62	-0.004	-0.013	-0.004
Si	35.336	-5.463	17.566	0.016	0.018	0.032
Si	37.995	-2.671	17.531	-0.02	0.007	-0.02
Si	40.778	0.002	17.629	-0.017	-0.009	0.024
Si	-21.762	2.664	17.748	0.015	-0.018	-0.002
Si	-24.484	5.372	17.659	0.008	-0.003	-0.004
Si	-21.792	-8.186	17.608	0.001	0.007	0.008
Si	-24.498	-5.477	17.563	0.013	-0.009	0.022
Si	-21.751	-2.81	17.566	0.001	-0.008	-0.011
Si	-19.024	-0.052	17.699	0.014	-0.005	0.002
Si	-16.289	2.611	17.71	-0.003	-0.006	0.006
Si	-19.037	5.363	17.668	0.011	-0.006	0.014
Si	-16.396	-8.213	17.623	0.003	0.024	0.014
Si	-19.093	-5.482	17.667	0	0.015	0.01
Si	-16.382	-2.783	17.705	0.019	0.011	0.015
Si	-13.539	-0.14	17.691	0.031	0.007	-0.032
Si	-10.851	2.601	17.729	0.01	-0.02	0.014
Si	-13.617	5.362	17.646	0.022	-0.019	0.002
Si	-10.852	-8.257	17.774	0.005	-0.016	0.013
Si	-13.628	-5.51	17.635	-0.005	0.004	0.005
Si	-10.873	-2.802	17.787	0.01	-0.019	-0.017
Si	-8.188	-0.052	17.764	-0.001	0.014	0.004
Si	-5.457	2.73	17.751	0.009	0.036	-0.012
Si	-8.175	5.374	17.755	-0.001	-0.011	-0.017
Si	-5.445	8.133	17.788	-0.017	-0.004	0.011
Si	-8.225	-5.501	17.735	-0.013	0.019	0.003
Si	-5.429	-2.784	17.66	-0.004	-0.017	-0.027
Si	-2.745	-0.059	17.774	-0.013	-0.03	0.033
Si	-0.094	2.815	17.745	-0.047	0.01	-0.024
Si	-2.661	5.372	17.734	0.042	-0.015	-0.003
Si	0.049	-8.185	17.745	-0.019	-0.039	-0.006
Si	-2.802	-5.468	17.809	0.013	-0.014	0.027
Si	-0.04	-2.77	17.744	-0.008	0	0.007
Si	1.33	1.44	18.923	0.018	-0.012	0.009
Si	4.165	4.148	18.996	0.012	0.032	-0.032
Si	1.401	6.861	19.206	0.032	0.029	-0.006
Si	4.103	-6.805	19.201	-0.018	-0.012	0.001
Si	1.256	-4.102	19.184	-0.003	-0.014	-0.005
Si	3.964	-1.39	19.011	0.007	-0.008	-0.014
Si	6.744	1.323	19.054	-0.012	0.006	-0.014
Si	9.545	4.036	19.095	0.015	-0.015	-0.03
Si	6.828	6.946	19.132	0.021	-0.017	-0.017
Si	9.651	9.557	19.229	0.003	0.011	-0.023
Si	6.9	-3.991	19.099	0.019	0.034	-0.041
Si	9.509	-1.35	19.137	-0.02	-0.01	-0.012
Si	12.185	1.319	18.932	0.012	-0.029	-0.029
Si	14.939	4.113	19.012	0.021	-0.01	-0.013
Si	12.305	6.803	19.264	0.008	0.026	0.018
Si	14.938	-6.761	19.295	0.012	-0.049	0.024
Si	12.323	-4.014	19.158	-0.009	0.025	-0.026
Si	14.928	-1.424	18.846	-0.015	-0.019	-0.044
Si	17.622	1.377	18.767	-0.028	0.012	-0.024
Si	20.414	4.206	18.857	0.032	-0.007	0.01
Si	17.641	-9.393	19.028	0.027	-0.026	-0.011
Si	20.501	-6.762	19.038	-0.002	0.016	-0.032
Si	17.713	-4.008	18.958	-0.021	-0.001	-0.041
Si	20.371	-1.322	18.836	0.036	-0.032	-0.007
Si	23.078	1.401	18.976	-0.042	-0.019	0.007
Si	25.941	4.179	18.954	0.034	-0.008	-0.008
Si	23.169	-9.418	18.966	-0.026	0	-0.013
Si	25.859	-6.748	18.889	0.01	-0.014	-0.036
Si	23.137	-4.107	18.921	-0.009	-0.026	-0.002
Si	25.946	-1.327	18.924	-0.019	0.03	-0.006
Si	28.566	1.41	18.998	0.038	-0.002	0.006
Si	31.407	4.093	18.989	-0.003	0.015	-0.019
Si	28.651	-9.503	18.982	-0.005	0.029	-0.026
Si	31.271	-6.79	19.037	-0.015	-0.013	0.001
Si	28.57	-4.057	18.965	-0.02	0.005	0
Si	31.296	-1.283	18.853	0.023	0.002	-0.045
Si	33.985	1.383	19.031	0.02	-0.018	-0.012
Si	36.683	4.067	19.007	0.012	-0.011	-0.036
Si	33.996	-9.432	19.079	0.011	0.013	-0.028
Si	36.616	-6.934	18.914	-0.052	-0.042	-0.017
Si	34.022	-4.003	18.866	-0.005	0.001	-0.014
Si	36.706	-1.356	19.016	0.022	-0.005	-0.024
Si	39.437	1.369	19.038	0.007	0.013	-0.008
Si	-23.172	4.02	19.096	0.012	-0.018	0.003
Si	39.431	-9.611	19.02	-0.029	0.021	0.006
Si	-23.176	-6.846	18.97	0.006	-0.002	-0.038
Si	39.357	-4.061	18.78	0.014	-0.003	-0.032
Si	42.155	-1.463	18.859	-0.01	0.005	-0.016
Si	-20.351	1.291	19.102	-0.008	0.029	-0.031
Si	-17.669	3.981	19.048	-0.002	0.009	-0.041
Si	-20.427	-9.552	18.955	0.004	0.01	-0.029
Si	-17.75	-6.863	19.017	-0.015	-0.011	-0.014
Si	-20.461	-4.123	19.038	-0.013	-0.006	-0.001
Si	-17.702	-1.402	19.122	0.004	-0.016	-0.005
Si	-14.871	1.207	19.026	-0.033	0.035	-0.014
Si	-12.243	3.999	18.986	-0.02	0.018	-0.025
Si	-15.04	-9.596	18.924	-0.012	-0.03	-0.021
Si	-12.244	-6.816	19.006	0.003	0.03	-0.04
Si	-15.067	-4.244	18.995	-0.001	-0.019	-0.04
Si	-12.258	-1.49	19.164	0.001	0.018	0.028
Si	-9.546	1.253	19.202	-0.017	-0.008	-0.03
Si	-6.831	4.055	19.154	0	-0.03	-0.008
Si	-9.468	6.699	19.194	-0.022	0.03	0.007
Si	-6.913	9.462	19.108	0.019	-0.028	-0.015
Si	-9.501	-4.14	19.185	0.002	-0.006	-0.001
Si	-6.734	-1.425	19.005	-0.006	0.005	-0.035
Si	-4.063	1.406	19.077	0.022	0.013	-0.013
Si	-1.388	4.117	19.29	0.005	0.003	-0.005
Si	-3.977	6.755	19.037	0.031	-0.013	-0.017
Si	-1.358	-6.859	19.054	-0.011	0.001	-0.013
Si	-4.209	-4.084	19.172	-0.033	0.04	0.032
Si	-1.423	-1.494	19.135	-0.036	0.004	-0.038
Si	-0.033	0.065	20.214	-0.033	0.023	0.001
Si	2.78	2.753	20.223	-0.012	-0.008	0.037
Si	0.072	5.507	20.625	-0.026	-0.022	0.03
Si	2.722	8.258	20.674	-0.033	0.005	0.055
Si	-0.168	-5.472	20.514	-0.001	0.005	0.088
Si	2.666	-2.745	20.472	0.009	0.01	0.037
Si	5.269	0.021	20.339	-0.013	0.033	0.048
Si	8.097	2.665	20.395	0.029	0.003	0.072
Si	5.37	5.628	20.404	-0.058	-0.007	0.039
Si	8.301	8.151	20.575	0.025	-0.005	0.047
Si	5.58	-5.412	20.381	-0.002	0.003	0.063
Si	8.185	-2.628	20.602	-0.005	-0.004	0.057
Si	10.866	0.042	20.423	0.026	0.005	0.071
Si	13.59	2.631	20.233	-0.018	0.03	0.052
Si	10.99	5.29	20.53	0.013	-0.05	0.011
Si	13.626	8.132	20.796	0.029	0.011	0.064
Si	11.015	11.016	20.588	-0.022	-0.012	0.052
Si	13.708	-2.633	20.464	0.002	-0.003	0.072
Si	16.301	-0.037	20.041	0.019	0.024	0.057
Si	18.946	2.773	20.018	-0.015	0.017	0.043
Si	16.254	5.536	20.346	-0.061	0.018	0.039
Si	19.016	-8.002	20.379	-0.008	0.021	0.041
Si	16.359	-5.224	20.444	0.005	0.017	0.081
Si	19.117	-2.637	20.255	0.01	-0.001	0.045
Si	21.636	-0.074	20.3	-0.001	0.069	-0.02
Si	24.473	2.921	20.228	-0.083	0.091	0.003
Si	21.715	5.644	20.281	-0.026	0.035	0.077
Si	24.556	-8.09	20.309	-0.007	0.001	0.073
Si	21.916	-5.465	20.444	0.025	0.004	0.056
Si	24.564	-2.757	20.161	0.014	-0.019	0.03
Si	27.185	0.069	20.394	0.004	-0.036	0.095
Si	30.086	2.683	20.302	-0.013	-0.035	0.033
Si	27.364	5.409	20.361	0.007	-0.019	0.057
Si	29.917	-8.143	20.457	0.004	0.001	0.045
Si	27.187	-5.429	20.294	0.003	-0.003	0.045
Si	29.922	-2.595	20.195	0.005	0.013	0.031
Si	32.637	-0.04	20.338	-0.016	-0.025	0.059
Si	35.3	2.755	20.418	0.032	0.011	0.069
Si	32.648	5.517	20.428	0.01	-0.012	0.045
Si	35.322	-8.116	20.56	0.004	0.017	0.023
Si	32.631	-5.295	20.219	0	-0.006	0.048
Si	35.357	-2.741	20.357	0.008	0.026	0.053
Si	38.08	-0.022	20.388	-0.024	-0.02	0.032
Si	40.755	2.697	20.532	-0.021	0.008	0.062
Si	38.058	5.38	20.402	-0.01	0.006	0.07
Si	40.799	-8.265	20.36	0.03	0.001	0.069
Si	38.052	-5.527	20.018	0.017	-0.001	0.031
Si	40.705	-2.756	20.159	0.007	0.022	0.038
Si	43.511	-0.191	20.265	0.024	-0.002	0.061
Si	-18.933	2.596	20.515	0	-0.012	0.072
Si	-21.741	5.403	20.342	-0.008	0.009	0.078
Si	-19.119	-8.188	20.365	-0.008	-0.009	0.061
Si	-21.873	-5.458	20.377	-0.002	0.008	0.042
Si	-19.139	-2.772	20.451	0.009	-0.003	0.061
Si	-16.155	-0.149	20.453	0.007	-0.047	0.007
Si	-13.551	2.632	20.355	0.001	-0.021	0.067
Si	-16.312	5.403	20.372	-0.01	-0.018	0.067
Si	-13.767	-8.152	20.193	-0.019	0.024	0.043
Si	-16.462	-5.532	20.442	0.015	0.003	0.039
Si	-13.665	-2.981	20.352	-0.027	0.005	0.079
Si	-10.951	-0.141	20.622	0.031	0.031	0.029
Si	-8.097	2.609	20.56	0.032	-0.015	0.047
Si	-10.924	5.282	20.422	0.004	-0.006	0.056
Si	-8.1	8.098	20.63	0.001	-0.026	0.046
Si	-10.877	-5.551	20.513	-0.014	0.013	0.058
Si	-8.04	-2.722	20.434	-0.02	-0.051	0.028
Si	-5.395	-0.033	20.323	-0.022	-0.009	0.061
Si	-2.817	2.706	20.623	0.009	0.066	0.051
Si	-5.414	5.515	20.363	-0.03	-0.022	0.042
Si	-2.606	-8.265	20.443	0.037	-0.017	0.034
Si	-5.679	-5.441	20.484	-0.016	0.042	0.046
Si	-2.801	-2.846	20.625	0.036	0.019	0.042
Si	1.453	-1.042	21.563	0.005	-0.204	-0.635
Si	3.678	1.167	21.673	0.249	0.034	-0.726
Si	1.797	4.265	21.658	-0.256	0.032	-0.606
Si	3.841	6.635	21.99	0.207	0.197	-0.658
Si	1.109	-6.815	21.927	0.226	0.082	-0.749
Si	4.363	-3.91	21.657	-0.19	-0.045	-0.736
Si	6.366	-1.519	21.657	0.3	0.037	-0.721
Si	9.656	1.565	21.764	-0.155	-0.256	-0.712
Si	6.884	4.309	21.513	-0.082	-0.176	-0.725
Si	9.304	6.296	21.771	0.232	0.345	-0.684
Si	7.22	-6.414	21.741	-0.053	-0.14	-0.738
Si	9.447	-4.156	21.94	0.101	0.276	-0.683
Si	12.506	-1.052	21.701	-0.17	-0.135	-0.759
Si	14.772	1.022	21.407	-0.03	0.109	-0.762
Si	12.099	3.551	21.759	0.178	0.42	-0.703
Si	15.091	6.662	22.074	-0.101	0.089	-0.731
Si	12.09	9.497	22.058	0.326	0.141	-0.672
Si	15.426	-3.534	21.838	-0.156	-0.152	-0.734
Si	17.605	-1.319	21.442	0.087	-0.033	-0.604
Si	20.535	1.768	21.336	-0.371	-0.543	-0.325
Si	17.882	4.294	21.385	-0.248	-0.181	-0.676
Si	20.061	-9.665	21.616	0.343	0.319	-0.59
Si	18.067	-6.247	21.628	-0.162	-0.221	-0.792
Si	20.379	-4.11	21.576	0.238	0.152	-0.722
Si	23.325	-1.261	21.402	-0.316	-0.248	-0.573
Si	25.354	1.211	21.439	0.46	0.279	-0.714
Si	22.72	3.939	21.485	0.533	0.43	-0.325
Si	26.144	-9.298	21.511	0.01	-0.042	-0.759
Si	23.516	-6.626	21.86	-0.285	-0.128	-0.708
Si	25.614	-4.291	21.599	0.098	0.118	-0.754
Si	28.815	-1.138	21.65	-0.254	-0.077	-0.65
Si	31.089	1.049	21.721	0.187	0.191	-0.711
Si	28.962	4.183	21.65	-0.135	-0.004	-0.631
Si	31.017	-9.745	21.81	0.159	0.161	-0.669
Si	28.237	-7.001	21.675	0.223	0.062	-0.756
Si	31.434	-3.735	21.521	-0.02	-0.141	-0.786
Si	33.714	-1.638	21.673	0.237	0.106	-0.703
Si	36.847	1.521	21.665	-0.137	-0.199	-0.721
Si	34.262	4.428	21.75	-0.156	-0.168	-0.745
Si	36.592	-9.75	21.796	0.086	0.289	-0.746
Si	34.167	-6.29	21.654	-0.063	-0.377	-0.682
Si	36.619	-4.416	21.429	-0.014	0.242	-0.675
Si	39.735	-1.194	21.609	-0.256	-0.061	-0.73
Si	41.998	0.962	21.554	0.002	0.223	-0.68
Si	39.044	3.777	21.853	0.371	0.201	-0.737
Si	42.444	-9.347	21.702	-0.222	-0.112	-0.71
Si	39.515	-6.635	21.429	-0.061	-0.262	-0.721
Si	41.657	-4.363	21.532	0.358	0.112	-0.781
Si	44.779	-1.433	21.832	-0.077	-0.084	-0.747
Si	-17.117	1.537	21.731	-0.275	-0.071	-0.708
Si	-20.117	4.311	21.633	-0.089	-0.264	-0.775
Si	-17.921	-9.761	21.636	0.161	0.203	-0.815
Si	-20.718	-7.026	21.672	0.214	0.115	-0.765
Si	-17.655	-3.982	21.793	-0.144	-0.258	-0.677
Si	-15.215	-1.964	21.747	0.073	0.334	-0.737
Si	-12.09	1.538	21.856	-0.197	-0.258	-0.626
Si	-15.046	3.875	21.64	0.105	0.18	-0.735
Si	-12.236	6.983	21.403	-0.14	-0.375	-0.713
Si	-14.926	-6.762	21.717	-0.222	-0.186	-0.729
Si	-12.633	-4.595	21.717	0.223	0.163	-0.865
Si	-9.218	-1.246	21.79	-0.238	-0.104	-0.711
Si	-6.935	0.918	21.796	0.099	0.34	-0.72
Si	-9.765	3.696	21.777	0.165	0.227	-0.654
Si	-6.221	7.196	21.801	-0.237	-0.004	-0.697
Si	-9.865	9.094	21.849	0.402	0.474	-0.569
Si	-7.038	-4.145	22.052	0.102	-0.069	-0.717
Si	-3.784	-1.008	21.7	-0.069	-0.264	-0.689
Si	-1.452	1.114	21.744	0.088	0.347	-0.586
Si	-4.349	4.118	21.856	0.063	-0.287	-0.741
Si	-0.977	7.161	22.005	-0.231	-0.24	-0.735
Si	-4.137	-6.86	21.459	-0.006	0.001	-0.507
Si	-1.942	-4.69	21.908	0.118	0.257	-0.705
Si	-1.675	-3.578	24.756	-0.053	-0.094	-0.15
Si	4.265	1.792	24.667	-0.061	-0.013	-0.103
Si	-2.006	5.047	23.665	-0.027	0.047	0.062
Si	8.35	4.028	26.199	0.09	-0.036	0.05
Si	2.091	7.933	-6.826	0.084	0.221	-0.086
Si	10.778	-2.284	24.074	0.01	-0.052	-0.086
Si	9.005	-0.025	-5.956	0.005	-0.08	-0.15
Si	16.765	-1.544	25.951	0.01	0.021	-0.034
Si	1.588	2.448	26.32	-0.011	0.104	-0.011
Si	15.438	-4.043	24.86	0.071	0.003	-0.117
Si	8.208	-5.975	-4.121	0.127	-0.062	0.139
Si	8.987	0.211	24.569	0.043	0.004	-0.125
Si	5.739	-4.541	-4.832	-0.048	0.035	-0.128
Si	16.538	2.53	23.564	0.003	-0.018	0.017
Si	14.087	4.263	23.977	0.16	-0.044	-0.205
Si	17.622	-6.263	24.653	-0.086	0.096	-0.089
Si	13.138	5.485	-4.66	-0.025	0.066	-0.001
Si	21.524	-2.708	-2.215	-0.099	0.046	0.16
Si	23.931	4.453	26.211	0.06	-0.037	0.066
Si	18.373	0.166	24.027	-0.096	0.086	-0.064
Si	20.078	2.872	-7.045	0.108	0.008	-0.032
Si	25.135	4.314	-3.956	0.037	0.042	0.024
Si	21.979	-6.458	-5.634	-0.008	-0.033	0.068
Si	22.154	-2.813	23.825	0.001	-0.051	-0.185
Si	25.295	-1.057	-3.916	0.053	0.089	-0.146
Si	26.062	0.506	23.938	-0.088	0.102	0.044
Si	23.562	-7.688	24.843	-0.081	-0.046	-0.23
Si	26.844	-2.222	23.553	0.05	0.026	-0.067
Si	27.775	4.923	25.574	-0.084	-0.015	-0.056
Si	22.971	-4.987	25.918	-0.078	0.179	-0.081
Si	-32.031	4.697	24.563	-0.013	0.015	-0.081
Si	-31.998	-2.031	-4.868	0.063	-0.087	-0.09
Si	27.557	-7.863	-6.994	0.082	0.009	-0.022
Si	25.415	6.217	24.303	-0.128	0.005	-0.034
Si	-30.324	0.099	26.278	0.091	-0.037	0.034
Si	32.549	-6.247	24.443	-0.03	0.153	-0.128
Si	-26.803	8.045	23.819	0.04	-0.132	-0.207
Si	-29.547	-0.545	23.593	-0.1	0.043	0.022
Si	-31.144	3.519	-2.992	-0.088	0.08	0.068
Si	-23.991	6.662	24.549	0.021	0.108	-0.063
Si	32.326	7.306	24.635	-0.097	-0.123	-0.168
Si	-26.847	-6.344	-5.233	-0.097	-0.055	0.063
Si	-27.387	-2.634	23.437	0.1	-0.07	-0.082
Si	-22.824	1.974	24.256	0.039	-0.07	-0.046
Si	-24.998	3.94	24.598	-0.202	0.029	-0.032
Si	-21.428	4.625	-5.108	0.043	0.024	0.05
Si	-32.591	-3.972	-2.631	0.011	0.08	-0.019
Si	-15.012	0.094	26.183	0.081	0.122	-0.027
Si	-22.43	-2.904	23.933	0.117	0.094	-0.131
Si	-15.114	2.134	-6.778	0.099	0.012	-0.023
Si	-20.286	3.144	24.391	-0.033	0.072	-0.066
Si	-13.126	5.403	23.646	-0.1	-0.069	-0.132
Si	-19.036	-5.744	24.005	-0.075	0.07	-0.094
Si	-13.231	-1.289	-4.372	0.041	-0.035	0.019
Si	-6.131	6.254	24.743	0.035	0.024	-0.15
Si	-2.416	0.746	-2.884	0.182	-0.049	0.121
Si	-18.325	-4.305	-4.905	-0.005	-0.045	-0.023
Si	-11.924	-3.9	24.741	0.012	-0.033	-0.049
Si	-16.786	-7.979	23.948	0.08	0.106	-0.147
Si	-8.616	-3.416	-4.587	-0.068	0.007	0.01
Si	-9.327	-6.472	-4.474	0.052	0.005	0.232
Si	-5.562	2.453	24.026	-0.093	0.037	-0.098
Si	-5.997	1.675	-6.768	-0.077	0.081	-0.072
Si	-7.406	5.622	-5.031	0.054	-0.092	0.069
Si	-12.258	-7.524	-4.507	0.019	-0.025	0.086
Si	-4.08	-3.392	-7.046	-0.048	-0.012	-0.023
Si	-13.15	4.464	-6.343	0.079	0.001	-0.163
Si	0.106	2.881	23.648	0.065	-0.077	0.011
Si	0.728	3.156	-3.432	0.124	-0.096	0.189
Si	0.899	-2.106	24.247	-0.022	-0.002	-0.048
Si	-1.052	-4.137	-6.985	0.039	0.106	-0.059
Si	-8.859	1.388	-6.527	-0.037	-0.057	-0.045
Si	-9.214	-1.496	-6.986	0.105	0.026	0.032
Si	2.778	3.649	-5.716	0.018	-0.134	-0.034
Si	6.14	4.046	24.385	0.02	0.03	-0.129
Si	-0.232	7.403	-4.822	-0.087	-0.049	-0.106
Si	2.539	-4.765	23.871	-0.046	-0.1	-0.16
Si	1.211	-2.38	-2.965	-0.124	0.099	0.185
Si	5.005	7.306	-6.817	-0.077	0.05	0.003
Si	7.298	1.153	-3.618	-0.017	-0.016	0.074
Si	12.567	-7.202	24.994	-0.016	0.077	-0.181
Si	4.156	-6.252	-6.85	-0.09	-0.008	0.1
Si	-1.033	5.507	-2.81	-0.023	-0.013	0.124
Si	12.317	-5.011	-4.665	-0.041	0.097	-0.172
Si	14.753	-3.218	-5.431	0.058	-0.156	0.131
Si	11.82	1.098	-6.554	-0.018	-0.04	-0.034
Si	7.466	-2.307	-6.341	-0.05	-0.011	0.026
Si	11.652	7.413	-6.569	0.087	-0.049	-0.068
Si	13.681	-0.488	-4.677	-0.175	0.004	0.173
Si	17.606	-3.189	-3.905	-0.152	0.098	-0.044
Si	19.664	-1.031	-4.162	-0.058	0.094	0.205
Si	20.956	3.407	23.809	0.191	-0.001	-0.4
Si	16.728	7.276	24.621	0.039	0.023	-0.107
Si	25.826	-3.566	-5.183	-0.098	0.127	0.122
Si	18.249	7.23	-7.157	-0.008	0.046	0.058
Si	21.424	-6.752	-2.792	-0.005	0.047	0.044
Si	17.448	3.501	-2.934	-0.075	0.01	0.121
Si	25.016	-8.08	-2.332	-0.062	0.002	0.071
Si	22.187	4.134	-2.838	-0.009	-0.141	0.062
Si	26.055	7.164	-4.682	0.009	0.116	0.118
Si	20.487	-1.623	-7.143	0.174	-0.037	-0.092
Si	24.621	1.518	-5.375	-0.131	0	-0.051
Si	-28.795	5.77	-7.043	0.051	0.13	0.026
Si	31.225	1.366	24.729	0.062	-0.12	-0.176
Si	30.724	5.431	25.991	0.178	-0.057	0.162
Si	29.776	-5.278	23.775	-0.002	0.019	-0.065
Si	28.337	2.391	24.257	0.006	0.008	-0.148
Si	27.58	-7.226	-2.986	-0.052	-0.051	0.033
Si	28.175	-5.354	-5.389	-0.057	-0.144	-0.076
Si	-26.247	5.673	-5.243	-0.043	-0.033	0.136
Si	-30.728	6.094	-4.764	0.017	0.04	0.111
Si	-24.503	-8.136	-5.044	0.08	-0.07	-0.033
Si	-25.628	-3.746	-5.135	-0.025	0.094	0.035
Si	31.948	7.573	-4.615	-0.037	-0.027	0.064
Si	-20.367	-2.214	-5.318	-0.06	-0.068	-0.05
Si	-18.098	3.914	26.238	0.005	-0.056	0.024
Si	-26.982	0.576	-3.887	-0.062	-0.13	0.031
Si	-21.298	-5.102	25.949	0.058	-0.055	0.008
Si	-24.146	-7.218	-2.261	-0.118	0.007	0.028
Si	-24.464	-0.338	-2.163	-0.002	0.076	0.193
Si	-17.696	-1.858	-1.474	0.148	0.016	0.025
Si	-15.539	2.775	25.774	0.09	0.051	-0.128
Si	-14.226	7.317	-6.252	-0.014	0.035	-0.089
Si	-21.209	5.783	-2.337	0.07	0.047	0.097
Si	-16.146	-3.857	26.329	0.116	-0.01	0.031
Si	-10.184	5.021	24.271	0.008	0.07	0.078
Si	-19.363	6.932	-5.755	-0.041	0.117	-0.089
Si	-8.626	4.005	-2.879	-0.018	-0.016	0.181
Si	-17.194	-6.694	-4.087	-0.001	0.036	-0.044
Si	-9.885	-8.163	24.725	-0.047	-0.055	-0.253
Si	-16.658	6.047	-5.06	0.014	0.05	0.027
Si	-17.724	0.637	-3.071	-0.083	-0.051	0.099
Si	-6.297	-3.343	24.861	0.009	-0.093	-0.251
Si	-7.127	-7.839	-6.059	0.027	-0.171	-0.04
Si	-9.095	-3.37	23.973	0.038	-0.1	-0.252
Si	-3.802	-1.93	-2.546	0.076	-0.06	0.089
Si	-7.849	-7.703	-2.01	-0.026	-0.139	0.027
Si	-5.49	-5.733	-1.99	-0.096	0.033	0.193
Si	-4.078	-1.497	24.616	0.089	0.061	0.012
Si	-7.233	1.376	-2.561	0.006	0	0.115
Si	-9.251	4.153	-6.887	0.066	-0.244	-0.056
Si	-2.803	6.118	-5.009	0.141	-0.003	-0.014
Si	-1.475	-3.89	-2.78	0.068	0.031	0.122
Si	4.997	6.952	24.909	-0.09	0.043	-0.203
Si	5.433	-0.503	-1.992	-0.037	0.145	0.049
Si	10.263	-6.224	-6.45	-0.004	0.108	-0.147
Si	-1.674	-6.146	-4.809	-0.062	-0.047	-0.067
Si	5.454	2.502	-5.411	0.001	-0.092	-0.005
Si	5.097	5.227	-4.914	0.039	0.022	0.031
Si	3.976	-3.033	-2.714	0.079	-0.008	0.119
Si	10.153	7.986	23.815	0.052	-0.013	-0.016
Si	6.16	-0.521	24.562	-0.026	0.058	-0.149
Si	5.748	5.897	-2.003	0.069	0.048	0.223
Si	9.917	1.448	-2.402	0.021	-0.036	0.096
Si	7.976	8.086	-2.072	0.018	0.002	0.101
Si	7.241	-7.291	24.528	-0.124	-0.06	-0.066
Si	11.255	-1.207	-2.77	0.119	-0.105	0.16
Si	14.828	1.728	-2.912	0.035	0.016	0.16
Si	12.236	3.423	-2.777	0.076	-0.022	0.221
Si	15.149	6.881	-2.811	-0.025	-0.026	0.134
Si	10.077	-4.059	-2.682	-0.006	0.042	0.102
Si	13.76	-6.622	-2.808	-0.086	0.123	0.206
Si	17.529	-6.251	-6.382	-0.021	-0.068	-0.01
Si	20.886	-0.497	25.561	-0.035	0.08	-0.15
Si	20.091	2.201	-3.984	0.083	-0.104	-0.083
Si	20.481	6.591	-2.781	-0.002	0.04	0.102
Si	16.282	-5.127	-1.874	-0.051	-0.041	-0.031
Si	12.938	3.659	-7.041	-0.09	-0.031	-0.019
Si	19.37	-5.549	-4.492	0.051	-0.102	0.041
Si	25.813	-1.178	26.126	-0.117	-0.086	-0.154
Si	17.721	6.344	-4.191	0.057	-0.107	0.043
Si	27.893	4.137	-2.855	0.052	-0.059	0.052
Si	19.655	6.145	24.408	0.099	0.059	-0.122
Si	24.201	-3.421	-2.745	0.041	-0.017	0.065
Si	27.324	0.168	-2.238	0.007	0.129	0.133
Si	28.934	1.867	-4.411	-0.013	0.019	-0.039
Si	31.292	2.757	-2.798	-0.04	0.038	0.108
Si	30.246	5.802	-2.807	0.054	-0.064	0.041
Si	32.05	-1.14	26.236	0.009	0.157	-0.089
Si	-31.885	-6.637	-2.942	-0.006	-0.081	-0.038
Si	-27.114	-1.134	-6.187	0.045	-0.017	-0.051
Si	-28.562	2.619	-2.683	0.136	-0.036	0.057
Si	30.536	-7.822	-7.085	-0.045	-0.025	0.005
Si	-27.259	5.33	-2.215	0.037	0.07	0.065
Si	-29.419	-7.527	-4.433	0.039	-0.05	-0.035
Si	-29.285	-1.335	-4.295	0.078	0.174	0.038
Si	-23.621	-4.229	-2.738	-0.051	-0.045	0.002
Si	-23.998	4.669	-6.886	-0.066	0.027	-0.003
Si	-31.612	2.548	26.227	0.006	0.031	-0.022
Si	-22.774	-0.5	25.657	-0.021	-0.002	0.016
Si	-29.995	-2.833	-1.906	-0.07	0.082	0.103
Si	-22.009	-1.806	-2.929	0.018	-0.093	0.24
Si	-27.047	-3.682	26.321	-0.021	-0.043	0.048
Si	-15.745	-0.187	-5.207	-0.026	0.032	0.011
Si	-19.502	2.369	-5.022	0.09	-0.105	0.155
Si	-14.321	-2.379	24.676	0.041	-0.054	-0.133
Si	-19.306	-8.05	-2.122	-0.008	0.056	-0.026
Si	-18.765	0.421	23.778	-0.031	-0.155	-0.028
Si	-13.494	-3.336	-2.216	-0.062	-0.009	0.126
Si	-17.494	3.754	-6.671	-0.04	-0.01	-0.073
Si	-15.606	5.601	-2.268	0.037	-0.006	0.192
Si	-14.394	-6.168	-2.807	-0.093	0.061	0.047
Si	-12.786	6.477	-2.637	0.043	-0.097	0.008
Si	-12.991	1.723	24.832	-0.09	-0.026	-0.118
Si	-19.836	-0.587	26.263	-0.007	-0.012	0.052
Si	-11.712	0.854	-2.908	0.074	-0.021	0.097
Si	-10.378	2.808	26.227	-0.07	0.094	0.07
Si	-11.58	3.909	-3.817	-0.106	0.018	0.094
Si	-20.105	-6.522	-6.305	-0.043	-0.19	0.057
Si	0.089	0.148	-4.437	0.057	0.126	-0.052
Si	-3.097	3.144	25.69	-0.027	-0.004	-0.086
Si	-9.176	-0.852	-2.825	0.018	0.007	0.138
Si	-4.828	4.114	-5.431	-0.052	-0.049	-0.035
Si	-4.078	-7.733	-5.957	0.009	-0.04	-0.015
Si	-4.48	2.749	-2.855	-0.065	-0.026	0.174
Si	-5.461	-3.655	-4.205	-0.06	0.024	0.039
Si	1.353	-1.395	5.492	-0.012	0.027	0.005
Si	4.029	1.358	5.46	-0.015	0.007	0.002
Si	1.345	3.973	5.429	0.002	-0.006	-0.008
Si	4.053	6.732	5.473	0.017	0.012	0.002
Si	1.378	9.399	5.503	0.015	0.001	0.016
Si	4.086	12.202	5.58	0.009	0.006	0.02
Si	6.776	-1.365	5.547	0.006	0	0.012
Si	9.506	1.391	5.535	-0.004	0.005	0.011
Si	6.724	4.082	5.493	0.001	0.01	0.003
Si	9.469	6.841	5.543	0.001	0.002	0
Si	6.814	9.457	5.584	0	-0.005	0.021
Si	9.485	-4.084	5.592	-0.019	-0.007	0.005
Si	12.169	-1.333	5.608	-0.004	-0.007	-0.002
Si	14.874	1.443	5.644	0.004	-0.001	0.014
Si	12.222	4.116	5.499	0.017	-0.001	0.006
Si	14.902	6.792	5.505	0	-0.003	0.017
Si	12.205	-6.804	5.538	0.003	-0.007	0.01
Si	14.912	-4.069	5.563	0.004	0.019	0.006
Si	17.583	-1.338	5.604	0.005	-0.006	0.021
Si	20.366	1.434	5.541	-0.006	-0.008	0.028
Si	17.627	4.159	5.548	-0.003	0.001	0.001
Si	20.366	6.903	5.434	-0.008	0.008	0.011
Si	17.668	-6.822	5.487	0.003	-0.005	-0.001
Si	20.374	-4.093	5.506	0.003	-0.012	-0.001
Si	23.121	-1.362	5.454	0.005	-0.018	0.003
Si	25.844	1.382	5.386	0.009	-0.006	0.002
Si	23.082	4.128	5.428	-0.022	-0.016	0.014
Si	25.795	6.845	5.334	-0.007	-0.004	0.008
Si	23.062	-6.756	5.351	0.004	0.001	0
Si	25.784	-4.041	5.292	0.004	-0.006	0.001
Si	28.505	-1.35	5.296	0.007	0.001	0
Si	31.26	1.382	5.369	-0.003	-0.011	0.017
Si	28.514	4.141	5.345	-0.006	0.003	0.008
Si	31.257	6.863	5.298	-0.011	0.008	0.011
Si	28.506	-6.755	5.264	-0.018	-0.004	-0.011
Si	31.241	-4.057	5.284	0.014	0.01	-0.004
Si	34.006	-1.343	5.371	0.017	0.016	0.009
Si	36.724	1.418	5.413	0	0.001	0.023
Si	33.987	4.132	5.371	-0.006	0.001	0.017
Si	-28.558	6.841	5.343	-0.011	-0.017	-0.006
Si	33.969	-6.754	5.285	-0.004	0.018	0.002
Si	-28.569	-4.058	5.358	0.004	0.015	0.018
Si	-25.813	-1.321	5.385	-0.016	0.009	-0.001
Si	-23.079	1.426	5.355	0	0.005	0.001
Si	-25.806	4.175	5.362	-0.014	-0.015	0.013
Si	-23.07	6.796	5.355	-0.026	-0.016	-0.013
Si	-25.81	-6.78	5.383	-0.01	0.003	0.004
Si	-23.034	-4.07	5.385	0.001	-0.013	0.006
Si	-20.357	-1.333	5.36	-0.007	0.013	0.005
Si	-17.667	1.346	5.347	-0.011	0.017	0.006
Si	-20.341	4.097	5.344	0.001	0	0.007
Si	-17.613	6.792	5.373	0.007	-0.003	-0.002
Si	-20.35	-6.793	5.346	-0.016	0.015	-0.007
Si	-17.651	-4.083	5.359	-0.011	-0.013	-0.009
Si	-14.953	-1.383	5.392	0.009	0	-0.011
Si	-12.239	1.29	5.436	0	0.012	0.011
Si	-14.906	4.025	5.385	0.011	0.005	-0.008
Si	-12.191	6.72	5.465	0.022	0.001	0.008
Si	-14.955	-6.867	5.44	-0.001	0.024	0.005
Si	-12.208	12.2	5.509	0.003	0	0.008
Si	-9.539	-1.382	5.543	-0.018	0	0.009
Si	-6.755	1.297	5.506	0	-0.005	0.002
Si	-9.494	3.993	5.502	-0.017	-0.006	0.01
Si	-6.746	6.706	5.534	0.008	-0.007	0.001
Si	-9.459	9.46	5.505	-0.002	-0.006	0.007
Si	-6.72	12.106	5.531	0.011	-0.009	-0.011
Si	-4.019	-1.46	5.504	0	-0.005	0.005
Si	-1.308	1.26	5.434	0.01	-0.026	-0.004
Si	-4.011	3.993	5.454	0.013	-0.004	0.005
Si	-1.341	6.658	5.452	0.01	-0.001	0.007
Si	-4.028	-6.925	5.526	0.003	-0.013	-0.009
Si	-1.309	-4.187	5.51	0.007	-0.014	0
Si	2.696	-0.015	6.846	-0.005	0.003	-0.002
Si	5.384	2.705	6.85	-0.002	0	-0.013
Si	2.687	5.364	6.816	-0.013	-0.003	-0.013
Si	5.408	8.087	6.874	0.023	0.001	-0.006
Si	2.711	10.802	6.876	0.01	-0.008	-0.01
Si	5.434	-2.735	6.915	-0.005	-0.007	-0.002
Si	8.135	0.015	6.884	0.002	-0.01	-0.007
Si	10.858	2.759	6.878	0.002	-0.012	-0.008
Si	8.104	5.44	6.856	-0.004	0	-0.005
Si	10.835	-8.139	6.903	-0.012	0.015	-0.002
Si	8.127	-5.454	6.931	-0.002	0.004	-0.001
Si	10.826	-2.712	6.945	-0.001	0.008	-0.004
Si	13.532	0.032	6.949	0.011	0.001	0.003
Si	16.29	2.791	6.926	-0.007	-0.003	-0.004
Si	13.565	5.45	6.89	-0.005	0.003	-0.005
Si	16.291	-8.166	6.841	0.003	-0.008	-0.008
Si	13.55	-5.435	6.897	0.003	-0.001	-0.001
Si	16.245	-2.706	6.936	0.007	0.007	0
Si	19.006	0.041	6.874	0.004	-0.001	-0.011
Si	21.745	2.798	6.842	-0.006	0.002	-0.003
Si	19.02	5.535	6.831	-0.008	0.01	-0.009
Si	21.741	-8.088	6.784	-0.006	0.015	-0.007
Si	19.017	-5.452	6.851	0.012	0	-0.003
Si	21.75	-2.707	6.816	0.002	0.006	0.004
Si	24.492	0.026	6.766	0.002	-0.003	-0.002
Si	27.197	2.759	6.73	-0.003	0.007	0.004
Si	24.472	5.487	6.745	0.011	0	-0.007
Si	27.176	-8.111	6.673	-0.003	-0.007	0.003
Si	24.453	-5.4	6.695	-0.004	-0.002	0
Si	27.162	-2.701	6.677	-0.006	-0.004	-0.009
Si	29.882	0.005	6.685	0.001	0.004	-0.003
Si	32.628	2.752	6.716	0.011	0.002	0
Si	29.905	5.497	6.679	0.001	-0.002	0.002
Si	32.626	-8.114	6.669	0.011	-0.007	-0.005
Si	29.885	-5.416	6.651	-0.001	0.011	-0.004
Si	32.611	-2.712	6.681	0	-0.006	-0.003
Si	35.359	0.028	6.736	0.001	-0.002	0.007
Si	-27.155	2.774	6.724	0.005	0.003	-0.004
Si	-29.913	5.483	6.715	0.001	-0.005	0.007
Si	-27.19	-8.139	6.722	0.007	0.008	-0.004
Si	-29.944	-5.422	6.69	0	-0.004	-0.006
Si	-27.191	-2.697	6.716	-0.007	-0.008	-0.002
Si	-24.441	0.047	6.721	-0.004	0	0.002
Si	-21.705	2.745	6.727	0.004	0.003	0.002
Si	-24.441	5.481	6.748	0.008	-0.009	-0.004
Si	-21.718	-8.151	6.714	0.013	-0.006	0.005
Si	-24.437	-5.42	6.729	0.005	0.004	-0.001
Si	-21.702	-2.699	6.743	0.007	-0.007	-0.002
Si	-19.001	-0.003	6.744	0.005	-0.011	0.005
Si	-16.298	2.686	6.737	-0.005	-0.011	0
Si	-18.995	5.439	6.729	-0.005	0.008	0.005
Si	-16.292	-8.214	6.806	0.01	-0.009	0.002
Si	-19.009	-5.441	6.733	0.006	-0.003	-0.004
Si	-16.295	-2.756	6.756	0.003	0	0.008
Si	-13.605	-0.049	6.797	-0.003	0.001	-0.007
Si	-10.877	2.638	6.828	0.001	-0.005	0.001
Si	-13.571	5.365	6.801	-0.001	0.006	-0.004
Si	-10.838	8.086	6.832	-0.01	-0.003	0.001
Si	-13.598	10.825	6.809	-0.004	-0.007	-0.005
Si	-10.864	-2.774	6.885	0.001	0.009	0.004
Si	-8.137	-0.043	6.868	-0.025	0.012	-0.003
Si	-5.39	2.662	6.841	-0.006	-0.003	-0.006
Si	-8.134	5.354	6.864	-0.004	0.005	0
Si	-5.401	8.069	6.893	-0.009	0.006	0.006
Si	-8.111	10.793	6.892	0.005	0.001	-0.002
Si	-5.394	-2.805	6.868	-0.01	0.009	-0.002
Si	-2.666	-0.077	6.838	-0.009	0.003	-0.006
Si	0.014	2.631	6.829	-0.006	-0.005	-0.005
Si	-2.689	5.343	6.855	0.003	0.005	-0.006
Si	-0.009	8.056	6.838	-0.014	0	-0.014
Si	-2.684	-5.532	6.87	-0.009	0.001	0
Si	0.016	-2.78	6.858	0	0	-0.006
Si	1.352	1.314	8.235	0.001	-0.003	0.003
Si	4.04	4.05	8.225	0.001	-0.011	0.005
Si	1.355	6.725	8.209	0.003	-0.002	0.002
Si	4.073	9.467	8.24	0.007	0.009	0.004
Si	1.364	-4.136	8.228	-0.004	0.001	-0.004
Si	4.053	-1.365	8.229	0.013	0.007	-0.009
Si	6.756	1.367	8.225	0.003	0.009	-0.002
Si	9.473	4.098	8.225	-0.001	0.002	0
Si	6.768	6.771	8.253	-0.012	-0.004	-0.001
Si	9.497	-6.793	8.278	0.015	0.011	-0.001
Si	6.767	-4.098	8.279	0.005	0.004	0.008
Si	9.46	-1.35	8.272	-0.012	-0.013	-0.001
Si	12.176	1.397	8.275	0.001	-0.007	-0.007
Si	14.923	4.125	8.271	0.022	-0.003	0
Si	12.194	6.807	8.237	-0.007	-0.018	-0.006
Si	14.933	-6.8	8.21	-0.003	0.006	-0.009
Si	12.206	-4.072	8.267	0.005	0.015	-0.002
Si	14.906	-1.33	8.281	-0.005	-0.014	0.006
Si	17.656	1.402	8.237	0.001	-0.001	-0.005
Si	20.379	4.155	8.181	0.008	-0.009	-0.005
Si	17.655	6.839	8.219	0.012	0.004	-0.001
Si	20.395	-6.776	8.195	-0.006	-0.006	0.004
Si	17.659	-4.076	8.21	-0.007	0.009	-0.004
Si	20.393	-1.334	8.176	-0.009	0.002	-0.002
Si	23.127	1.395	8.131	-0.008	-0.005	-0.01
Si	25.836	4.117	8.093	-0.009	-0.005	-0.007
Si	23.114	6.847	8.113	-0.003	-0.001	-0.008
Si	25.825	-6.759	8.055	-0.002	0.012	-0.004
Si	23.13	-4.066	8.129	-0.005	-0.002	-0.002
Si	25.856	-1.338	8.096	0.005	0.012	0
Si	28.566	1.391	8.069	0.006	0.001	-0.003
Si	31.268	4.131	8.052	0.013	-0.003	-0.006
Si	28.544	6.85	8.044	0.005	0.004	-0.007
Si	31.259	-6.761	8.029	-0.001	-0.002	-0.007
Si	28.541	-4.055	8.033	-0.012	-0.006	0.002
Si	31.258	-1.345	8.046	-0.011	-0.011	0
Si	33.989	1.389	8.078	-0.015	-0.017	0.002
Si	-28.546	4.116	8.073	0.003	-0.001	-0.006
Si	-31.287	6.851	8.048	0.006	0.01	-0.002
Si	-28.568	-6.775	8.06	-0.003	0.001	-0.004
Si	33.984	-4.057	8.053	-0.004	-0.005	-0.003
Si	-28.547	-1.337	8.08	0.009	0.009	0
Si	-25.81	1.392	8.085	-0.002	0.008	0.007
Si	-23.087	4.088	8.088	-0.014	-0.011	-0.001
Si	-25.824	6.83	8.091	-0.002	0.001	-0.005
Si	-23.089	-6.799	8.087	-0.013	0.004	-0.009
Si	-25.822	-4.062	8.074	0.002	0.004	-0.006
Si	-23.092	-1.341	8.083	0.004	0.001	-0.007
Si	-20.369	1.361	8.098	-0.003	-0.003	-0.005
Si	-17.652	4.058	8.103	0	0.014	-0.009
Si	-20.371	6.794	8.088	-0.005	-0.009	-0.004
Si	-17.669	-6.822	8.118	0.001	-0.001	-0.006
Si	-20.363	-4.083	8.107	0.006	0.01	-0.002
Si	-17.654	-1.382	8.112	-0.003	0.013	-0.007
Si	-14.958	1.328	8.139	0.003	-0.001	-0.003
Si	-12.226	4.013	8.184	-0.007	-0.004	-0.004
Si	-14.931	6.738	8.159	-0.006	-0.001	-0.003
Si	-12.222	9.459	8.166	0.011	0.012	-0.012
Si	-14.956	-4.121	8.149	-0.004	-0.008	-0.003
Si	-12.25	-1.403	8.19	-0.009	-0.019	-0.006
Si	-9.507	1.309	8.213	0.008	0.007	-0.002
Si	-6.76	4.008	8.215	0.011	0.011	-0.003
Si	-9.495	6.726	8.211	0.001	-0.002	0.004
Si	-6.767	9.429	8.248	-0.011	-0.008	0.004
Si	-9.486	-4.142	8.219	0.008	0.012	-0.003
Si	-6.779	-1.434	8.205	-0.006	-0.007	-0.009
Si	-4.043	1.286	8.197	-0.001	-0.003	-0.009
Si	-1.335	3.992	8.211	-0.005	-0.002	-0.002
Si	-4.038	6.712	8.231	0.001	0.006	-0.001
Si	-1.337	-6.888	8.226	0	-0.003	0.005
Si	-4.044	-4.161	8.231	-0.002	-0.003	-0.01
Si	-1.338	-1.427	8.23	0.009	0.005	-0.003
Si	0.001	-0.053	9.594	0	-0.002	-0.002
Si	2.697	2.688	9.596	-0.014	-0.005	-0.004
Si	0	5.377	9.581	-0.005	-0.007	-0.008
Si	2.702	8.107	9.583	0.004	-0.002	-0.012
Si	0.002	-5.495	9.584	0	0.007	-0.003
Si	2.711	-2.751	9.586	0.006	0.007	-0.009
Si	5.407	-0.003	9.591	-0.005	-0.008	-0.012
Si	8.114	2.731	9.585	0.001	-0.013	-0.004
Si	5.403	5.413	9.594	0.007	0.001	-0.01
Si	8.126	-8.169	9.605	-0.003	0.004	-0.011
Si	5.41	-5.474	9.614	0.003	0.002	0
Si	8.118	-2.726	9.626	-0.006	0.001	0.007
Si	10.823	0.018	9.615	-0.003	0.012	-0.005
Si	13.561	2.75	9.609	0.005	-0.003	-0.01
Si	10.831	5.454	9.593	0.001	0.007	-0.008
Si	13.567	-8.148	9.575	0.001	-0.005	-0.008
Si	10.85	-5.43	9.624	-0.011	-0.002	0.001
Si	13.554	-2.703	9.617	0.006	0.008	0.003
Si	16.295	0.04	9.593	0.005	-0.004	-0.004
Si	19.034	2.779	9.55	-0.01	0.008	-0.005
Si	16.302	5.485	9.588	-0.008	-0.002	-0.005
Si	19.031	-8.126	9.55	-0.005	0.004	0
Si	16.291	-5.429	9.559	0.016	-0.003	-0.005
Si	19.028	-2.692	9.534	0.013	-0.005	0
Si	21.765	0.043	9.501	0.002	-0.002	-0.002
Si	24.49	2.761	9.471	0.003	0	-0.002
Si	21.766	5.5	9.508	-0.023	0.009	0.001
Si	24.488	-8.114	9.453	-0.004	-0.001	0.001
Si	21.771	-5.405	9.511	-0.004	-0.002	0.002
Si	24.494	-2.688	9.463	0.004	-0.009	-0.003
Si	27.216	0.033	9.442	0.001	-0.004	0.001
Si	29.929	2.757	9.423	0.003	-0.005	0
Si	27.208	5.484	9.43	-0.001	-0.008	0.001
Si	29.917	-8.123	9.405	0	0	0.002
Si	27.195	-5.408	9.416	-0.001	0	0.001
Si	29.906	-2.703	9.409	0.004	0	-0.004
Si	32.624	0.018	9.417	0.001	0.013	0
Si	-29.909	2.745	9.426	0.007	-0.005	0
Si	-32.637	5.479	9.41	0.001	-0.002	-0.001
Si	-29.921	-8.134	9.426	0.003	-0.001	0.005
Si	32.628	-5.419	9.41	-0.004	0.009	0.002
Si	-29.923	-2.704	9.421	0.004	0.009	-0.006
Si	-27.178	0.019	9.435	-0.003	-0.008	0.002
Si	-24.447	2.73	9.455	0.012	-0.007	0.004
Si	-27.184	5.461	9.443	0.011	-0.003	-0.002
Si	-24.461	-8.146	9.455	-0.004	0.001	0.002
Si	-27.195	-5.425	9.426	-0.001	-0.003	0.002
Si	-24.46	-2.708	9.44	-0.01	0.007	-0.002
Si	-21.733	0.002	9.46	0.003	-0.001	0.003
Si	-19.013	2.703	9.474	0.002	-0.003	0.002
Si	-21.732	5.435	9.457	-0.007	0	0
Si	-19.025	-8.185	9.48	-0.003	0.014	0.005
Si	-21.735	-5.446	9.459	0.001	-0.001	-0.001
Si	-19.012	-2.737	9.482	0.011	-0.01	0.006
Si	-16.308	-0.037	9.499	0.001	-0.01	0.001
Si	-13.598	2.662	9.53	-0.004	0.007	-0.001
Si	-16.305	5.389	9.508	0.008	-0.007	0.007
Si	-13.578	8.097	9.529	0.001	-0.006	-0.002
Si	-16.312	-5.484	9.502	-0.001	0.007	0.004
Si	-13.602	-2.776	9.532	0	0.007	0.002
Si	-10.875	-0.059	9.555	-0.001	-0.002	-0.006
Si	-8.141	2.662	9.57	-0.008	-0.002	-0.001
Si	-10.867	5.37	9.556	0.002	0.003	0.002
Si	-8.145	8.081	9.588	0.008	0.001	0.007
Si	-10.869	-5.509	9.548	0	-0.002	-0.001
Si	-8.138	-2.781	9.579	-0.005	-0.004	0.009
Si	-5.42	-0.063	9.558	-0.01	0.004	-0.009
Si	-2.706	2.652	9.576	0.003	0.002	-0.002
Si	-5.418	5.372	9.584	-0.007	0	-0.003
Si	-2.703	8.092	9.595	-0.01	-0.002	0.001
Si	-5.418	-5.507	9.593	-0.003	0.011	-0.002
Si	-2.704	-2.783	9.59	-0.007	0.003	-0.005
Si	1.358	-1.4	10.961	-0.004	0.001	-0.001
Si	4.054	1.343	10.966	0.005	0.01	-0.004
Si	1.351	4.046	10.965	0.012	-0.001	0.005
Si	4.069	6.78	10.961	0.008	-0.014	0.001
Si	1.357	9.479	10.95	0.001	0.007	-0.001
Si	4.058	-4.102	10.964	0.003	0.004	0.005
Si	6.753	-1.361	10.962	-0.006	0.001	0.002
Si	9.465	1.378	10.957	-0.008	-0.009	0.002
Si	6.767	4.081	10.964	-0.011	0.007	0.003
Si	9.488	-9.512	10.967	0.001	-0.002	0.001
Si	6.784	-6.811	10.974	0.01	0	0.001
Si	9.485	-4.081	10.977	0.011	0.016	0.008
Si	12.189	-1.344	10.961	0	-0.009	0.002
Si	14.927	1.389	10.951	-0.001	0.002	0.003
Si	12.197	4.108	10.952	-0.004	-0.014	-0.001
Si	14.93	-9.489	10.934	0.02	-0.005	0.003
Si	12.218	-6.797	10.952	0.011	0.009	-0.002
Si	14.938	-4.073	10.928	-0.004	0.006	-0.001
Si	17.673	-1.335	10.908	-0.006	0.002	-0.001
Si	20.41	1.404	10.871	0.008	-0.003	-0.004
Si	17.671	4.123	10.92	-0.004	-0.007	0.004
Si	20.402	-9.483	10.883	-0.011	-0.001	0.005
Si	17.664	-6.774	10.9	0.007	-0.007	0
Si	20.407	-4.046	10.866	-0.003	0.008	0
Si	23.14	-1.323	10.829	-0.002	0.004	-0.002
Si	25.862	1.398	10.808	-0.002	-0.008	0
Si	23.134	4.119	10.839	0.001	-0.017	-0.005
Si	25.854	-9.481	10.803	-0.002	-0.002	-0.002
Si	23.136	-6.772	10.845	-0.01	0.011	0.002
Si	25.859	-4.05	10.805	-0.001	0.006	0
Si	28.577	-1.332	10.792	0.007	0.002	0.004
Si	31.286	1.392	10.786	0.007	-0.006	0.006
Si	28.574	4.12	10.786	0.002	-0.003	-0.001
Si	31.283	-9.483	10.77	-0.002	0.004	-0.002
Si	28.562	-6.768	10.773	-0.005	0.004	-0.001
Si	31.274	-4.057	10.771	-0.005	0.001	0.001
Si	33.999	-1.335	10.776	-0.009	-0.006	0
Si	-28.549	1.376	10.787	0.01	-0.008	0.006
Si	-31.273	4.114	10.773	-0.001	0.004	-0.003
Si	-28.558	-9.501	10.789	-0.003	0.001	-0.003
Si	-31.285	-6.774	10.779	0.001	0.002	-0.001
Si	-28.56	-4.067	10.786	0.001	0.002	-0.001
Si	-25.824	-1.35	10.802	0.006	0	0.003
Si	-23.099	1.356	10.822	-0.011	0.002	-0.001
Si	-25.824	4.089	10.799	-0.007	-0.006	-0.006
Si	-23.112	-9.533	10.808	-0.005	0.006	-0.007
Si	-25.84	-6.789	10.801	0.001	0.003	0.002
Si	-23.11	-4.083	10.809	-0.004	-0.005	-0.005
Si	-20.384	-1.372	10.83	-0.004	0.001	-0.004
Si	-17.671	1.328	10.852	0.003	0.006	-0.001
Si	-20.385	4.061	10.83	-0.006	0.008	-0.008
Si	-17.672	-9.557	10.853	-0.003	-0.006	-0.002
Si	-20.394	-6.824	10.832	-0.003	0.001	-0.001
Si	-17.667	-4.111	10.852	0.005	-0.007	0
Si	-14.957	-1.403	10.875	-0.002	-0.003	0
Si	-12.234	1.309	10.903	-0.008	0	-0.005
Si	-14.958	4.024	10.886	-0.001	0.003	-0.001
Si	-12.227	6.738	10.909	0.005	-0.002	0
Si	-14.954	9.466	10.869	-0.001	0.011	-0.008
Si	-12.238	-4.141	10.893	-0.002	0.004	-0.003
Si	-9.516	-1.421	10.92	-0.001	0.003	0.006
Si	-6.785	1.295	10.924	-0.003	-0.002	-0.002
Si	-9.504	4.021	10.928	0.01	0.007	0.007
Si	-6.781	6.729	10.946	0.005	-0.005	0.002
Si	-9.517	9.452	10.925	-0.002	-0.004	-0.001
Si	-6.788	-4.144	10.945	0.002	0.007	0.005
Si	-4.078	-1.421	10.935	-0.005	0.003	-0.003
Si	-1.36	1.306	10.953	-0.005	-0.011	0.004
Si	-4.063	4.017	10.943	-0.011	0.002	-0.004
Si	-1.35	6.739	10.955	0.008	0.005	0.002
Si	-4.062	9.459	10.954	-0.001	-0.007	-0.003
Si	-1.353	-4.137	10.957	-0.001	-0.006	0.005
Si	2.701	-0.026	12.329	0.008	-0.005	-0.008
Si	5.404	2.72	12.318	-0.001	-0.021	-0.001
Si	2.712	5.423	12.316	-0.008	0.006	-0.004
Si	5.431	8.148	12.326	0.001	0.007	-0.007
Si	2.703	10.852	12.32	-0.002	-0.004	0.003
Si	5.414	-2.734	12.325	0.006	0.012	0.005
Si	8.116	0.002	12.307	-0.006	0.007	0.003
Si	10.836	2.744	12.297	0.004	0.007	-0.005
Si	8.127	5.451	12.324	-0.002	-0.006	-0.002
Si	10.851	-8.142	12.317	0	-0.007	0
Si	8.138	-5.447	12.342	-0.008	-0.009	0.002
Si	10.848	-2.721	12.318	-0.016	0.006	0.009
Si	13.559	0.019	12.297	-0.002	-0.006	0.004
Si	16.296	2.773	12.271	0.014	0.002	-0.003
Si	13.56	5.482	12.292	0.003	0.001	-0.003
Si	16.305	-8.128	12.261	-0.011	0.013	-0.002
Si	13.587	-5.436	12.291	0.009	0.002	0.002
Si	16.302	-2.697	12.258	0.009	-0.008	0.003
Si	19.047	0.044	12.231	-0.001	0.006	0.001
Si	21.778	2.767	12.214	-0.007	0.007	0.008
Si	19.041	5.49	12.254	0.013	-0.002	-0.001
Si	21.771	-8.121	12.215	-0.008	-0.007	0.006
Si	19.038	-5.405	12.218	-0.012	0	-0.003
Si	21.781	-2.677	12.192	-0.001	0	0.003
Si	24.505	0.045	12.173	0	0.005	0.001
Si	27.227	2.76	12.157	0.001	-0.002	0.001
Si	24.506	5.479	12.18	-0.013	-0.002	0.003
Si	27.224	-8.127	12.157	0.004	0.003	0.006
Si	24.506	-5.403	12.179	0	-0.003	-0.002
Si	27.221	-2.688	12.157	-0.009	0.002	0.004
Si	29.935	0.03	12.155	-0.003	0.003	0.007
Si	32.655	2.755	12.139	0.009	-0.004	0.002
Si	29.937	5.48	12.144	0.013	-0.005	0.002
Si	32.647	-8.141	12.142	0	-0.002	0.008
Si	29.924	-5.418	12.138	-0.005	-0.002	0.001
Si	32.639	-2.697	12.13	-0.001	-0.001	-0.002
Si	35.361	0.022	12.145	-0.003	0.004	0.005
Si	-27.183	2.724	12.153	0.006	0.008	0.002
Si	-29.911	5.454	12.151	0.009	-0.004	0.003
Si	-27.201	-8.155	12.161	0.002	-0.004	0.007
Si	-29.922	-5.426	12.15	-0.003	0.001	0.004
Si	-27.195	-2.714	12.152	0.002	0.004	0
Si	-24.466	-0.003	12.18	0.001	-0.001	0.01
Si	-21.743	2.702	12.198	0.004	-0.005	0.004
Si	-24.47	5.43	12.177	0.005	-0.001	0.002
Si	-21.761	-8.192	12.183	-0.015	-0.012	-0.001
Si	-24.477	-5.444	12.169	-0.004	0.009	0.002
Si	-21.755	-2.73	12.183	0.006	-0.002	0
Si	-19.03	-0.029	12.214	0.004	-0.001	0.005
Si	-16.319	2.664	12.245	0.008	-0.007	0.007
Si	-19.035	5.402	12.214	-0.001	0	0.003
Si	-16.311	-8.213	12.233	0.005	0.005	0.009
Si	-19.032	-5.474	12.199	0.002	0.013	0.006
Si	-16.313	-2.765	12.23	0.009	0.008	0.007
Si	-13.595	-0.058	12.249	0.006	-0.003	-0.001
Si	-10.87	2.655	12.278	0	-0.001	0
Si	-13.593	5.37	12.255	-0.01	-0.005	0.001
Si	-10.872	8.092	12.288	0	0.007	0.007
Si	-13.604	10.82	12.246	0.005	-0.013	0
Si	-10.881	-2.791	12.268	-0.005	-0.005	0.007
Si	-8.152	-0.062	12.281	-0.004	0.005	-0.001
Si	-5.44	2.666	12.292	0.006	-0.002	-0.002
Si	-8.15	5.378	12.301	0.003	0.01	0.004
Si	-5.43	8.101	12.305	-0.005	0.001	-0.003
Si	-8.162	10.814	12.291	-0.003	0.002	0.004
Si	-5.441	-2.771	12.305	-0.002	-0.001	0.004
Si	-2.734	-0.053	12.301	-0.013	-0.009	-0.005
Si	-0.013	2.682	12.314	-0.009	-0.004	-0.006
Si	-2.719	5.388	12.314	-0.012	-0.005	0
Si	-0.008	8.129	12.309	0.003	-0.009	-0.004
Si	-2.717	-5.492	12.321	-0.003	0.006	0.002
Si	-0.001	-2.761	12.316	0.009	0.014	0
Si	1.346	1.344	13.687	-0.006	0	0.003
Si	4.063	4.083	13.694	0.008	0.013	0.012
Si	1.368	6.8	13.665	0.007	-0.002	-0.001
Si	4.086	9.519	13.68	0.007	-0.01	0.006
Si	1.34	-4.12	13.691	0.004	0.009	0.013
Si	4.054	-1.387	13.692	0.003	-0.005	0.003
Si	6.771	1.37	13.662	-0.007	-0.003	0.005
Si	9.503	4.106	13.671	-0.004	-0.015	0.002
Si	6.797	6.817	13.706	0.003	-0.007	0.014
Si	9.509	-6.795	13.707	0.004	0.01	0.008
Si	6.781	-4.08	13.694	-0.003	0.013	0
Si	9.473	-1.368	13.655	0.008	0.002	0.003
Si	12.19	1.382	13.644	-0.008	0.003	0.001
Si	14.932	4.134	13.63	-0.006	-0.007	0.01
Si	12.214	-9.486	13.673	-0.001	0.005	0.002
Si	14.953	-6.791	13.638	0.029	-0.018	0.002
Si	12.22	-4.096	13.65	0.017	-0.005	-0.001
Si	14.924	-1.361	13.623	-0.001	0.008	0.008
Si	17.675	1.407	13.583	-0.017	0.007	0.001
Si	20.421	4.131	13.579	-0.007	-0.01	-0.002
Si	17.671	-9.47	13.61	0	-0.011	0.002
Si	20.396	-6.761	13.563	-0.006	0.017	0.007
Si	17.674	-4.065	13.583	0.009	0.006	0.006
Si	20.428	-1.322	13.558	0.006	-0.007	0.011
Si	23.156	1.403	13.549	0.009	-0.016	0
Si	25.878	4.117	13.528	0.015	-0.011	-0.001
Si	23.142	-9.491	13.546	-0.002	0	0.009
Si	25.873	-6.766	13.522	-0.01	0	-0.001
Si	23.144	-4.041	13.534	-0.008	0.004	0.002
Si	25.868	-1.318	13.515	-0.003	0.007	0.001
Si	28.582	1.398	13.518	0.004	-0.007	0.009
Si	31.304	4.123	13.502	-0.009	0.006	0
Si	28.587	-9.486	13.521	-0.007	-0.002	0.002
Si	31.28	-6.785	13.498	0.001	0.01	0.001
Si	28.582	-4.054	13.509	0.006	0	0.006
Si	31.304	-1.332	13.508	0.012	-0.008	0.004
Si	34.014	1.401	13.509	-0.004	0.01	0.006
Si	-28.551	4.076	13.506	0.011	-0.015	-0.005
Si	34.01	-9.503	13.507	0.007	-0.012	0
Si	-28.571	-6.798	13.518	-0.005	0.004	-0.004
Si	33.987	-4.059	13.497	-0.01	0.016	-0.006
Si	36.721	-1.348	13.502	0	-0.007	0.003
Si	-25.828	1.368	13.53	-0.004	0	-0.004
Si	-23.117	4.061	13.549	-0.011	0.004	0.003
Si	-25.851	-9.536	13.524	-0.009	0.007	0.002
Si	-23.137	-6.839	13.528	0.003	0.001	0.003
Si	-25.843	-4.082	13.525	0.009	-0.003	0.001
Si	-23.113	-1.369	13.551	-0.005	0.001	0.007
Si	-20.394	1.332	13.574	-0.003	0.004	0.005
Si	-17.694	4.026	13.591	-0.007	0.009	0
Si	-20.417	-9.561	13.56	-0.009	0.01	-0.006
Si	-17.686	-6.843	13.574	-0.003	-0.001	0.004
Si	-20.4	-4.103	13.538	-0.002	-0.008	-0.001
Si	-17.671	-1.398	13.58	0.006	-0.01	0.003
Si	-14.955	1.295	13.609	-0.002	0	0.002
Si	-12.236	4.012	13.633	0.008	0.006	-0.001
Si	-14.958	-9.588	13.603	0.021	-0.013	0
Si	-12.251	9.463	13.621	-0.012	0.005	-0.001
Si	-14.964	-4.134	13.601	0	0.002	0.002
Si	-12.241	-1.421	13.616	-0.011	0.008	0
Si	-9.507	1.297	13.644	0.007	-0.011	0
Si	-6.787	4.028	13.666	-0.001	-0.005	0.004
Si	-9.511	6.735	13.662	0.004	-0.005	0.01
Si	-6.808	9.45	13.654	0.014	-0.003	0
Si	-9.531	-4.148	13.647	-0.004	0.004	0.012
Si	-6.811	-1.417	13.664	-0.01	0.008	0.005
Si	-4.1	1.306	13.658	0.001	0.006	0.001
Si	-1.371	4.032	13.681	0.015	-0.003	0.006
Si	-4.068	6.761	13.679	-0.006	0.006	0.003
Si	-1.364	9.473	13.693	-0.001	-0.007	0.003
Si	-4.086	-4.127	13.669	0.002	0.004	0.006
Si	-1.37	-1.396	13.662	-0.012	0.005	0.002
Si	-0.036	-0.013	15.027	-0.007	-0.006	-0.003
Si	2.685	2.734	15.05	-0.005	-0.005	-0.002
Si	-0.002	5.438	14.992	-0.01	-0.002	-0.004
Si	2.729	8.166	15.031	-0.011	-0.009	-0.007
Si	-0.019	-5.477	15.061	-0.01	-0.019	0.003
Si	2.701	-2.763	15.054	0.005	0.006	0.007
Si	5.427	-0.001	15.012	0.01	0.011	0.001
Si	8.142	2.733	15.005	0.005	0.014	-0.003
Si	5.433	5.452	15.049	-0.004	-0.002	-0.001
Si	8.16	8.177	15.09	0.006	0.001	0.004
Si	5.428	10.885	15.06	0.002	0.002	0.01
Si	8.16	-2.736	15.05	-0.003	0.005	0.004
Si	10.831	-0.003	14.986	-0.007	0.009	0.001
Si	13.548	2.776	14.965	-0.002	-0.001	-0.005
Si	10.846	5.488	15.034	-0.004	-0.003	0.003
Si	13.586	-8.123	15.019	0.01	0.017	0.006
Si	10.895	-5.443	15.057	0.011	-0.007	0.002
Si	13.58	-2.747	14.995	-0.002	-0.005	0.005
Si	16.293	0.044	14.913	0.004	-0.005	-0.005
Si	19.033	2.789	14.919	0.002	-0.006	-0.015
Si	16.284	5.523	14.971	0.005	0.025	-0.001
Si	19.032	-8.095	14.947	-0.011	-0.001	0.001
Si	16.333	-5.432	14.959	-0.014	0.001	0.006
Si	19.059	-2.7	14.889	-0.015	-0.005	0.002
Si	21.8	0.037	14.905	-0.02	0.005	-0.003
Si	24.526	2.766	14.898	-0.003	0.012	-0.007
Si	21.787	5.491	14.934	0.002	-0.007	-0.001
Si	24.516	-8.128	14.877	0.006	0.001	0
Si	21.775	-5.4	14.883	-0.005	0	-0.002
Si	24.51	-2.673	14.873	0.002	0.008	-0.002
Si	27.221	0.04	14.881	-0.006	0.003	0.004
Si	29.946	2.772	14.863	0.009	0.001	0.001
Si	27.239	5.473	14.891	0	0.001	0.012
Si	29.952	-8.14	14.893	0.008	-0.005	0.005
Si	27.237	-5.414	14.881	-0.006	0.005	0.001
Si	29.948	-2.698	14.863	-0.001	0.005	0.001
Si	32.653	0.048	14.866	0.004	0.001	-0.002
Si	35.379	2.741	14.895	0.009	0.009	-0.001
Si	32.667	5.463	14.883	0	-0.003	0.009
Si	35.357	-8.16	14.892	0.005	-0.002	0.005
Si	32.628	-5.425	14.855	0.003	-0.002	0.001
Si	35.347	-2.701	14.854	0.003	-0.006	0.005
Si	38.067	0.021	14.871	0.003	-0.004	0.007
Si	-24.466	2.703	14.921	-0.003	-0.01	0.01
Si	-27.201	5.411	14.886	-0.006	-0.004	0.001
Si	-24.499	-8.199	14.901	0.004	-0.007	0.012
Si	-27.204	-5.452	14.879	-0.007	-0.005	0.001
Si	-24.492	-2.725	14.897	0.003	0	0.007
Si	-21.754	-0.024	14.938	0.006	-0.005	0.003
Si	-19.047	2.668	14.971	-0.004	-0.001	0.009
Si	-21.765	5.394	14.937	0.005	0.003	0.01
Si	-19.062	-8.205	14.918	-0.001	-0.002	0.003
Si	-21.762	-5.485	14.866	0.002	0.007	-0.003
Si	-19.044	-2.757	14.919	-0.006	0.011	0.003
Si	-16.311	-0.065	14.972	0.006	-0.003	0.006
Si	-13.585	2.629	14.984	0.004	-0.009	0.008
Si	-16.325	5.367	14.953	0.003	-0.008	0.005
Si	-13.597	-8.236	14.972	0.006	0.001	-0.001
Si	-16.341	-5.486	14.955	0.006	0.007	0.007
Si	-13.605	-2.779	14.971	0.015	0.01	0.007
Si	-10.861	-0.09	14.986	-0.002	0.012	-0.004
Si	-8.153	2.665	15.014	0.007	0.01	-0.001
Si	-10.877	5.363	15.008	-0.003	0	0.002
Si	-8.154	8.095	15.035	-0.008	-0.001	0.012
Si	-10.902	10.814	15.005	-0.002	-0.006	0
Si	-8.177	-2.786	15.018	-0.002	-0.002	-0.001
Si	-5.468	-0.037	15.028	0.001	0	-0.002
Si	-2.747	2.659	15.026	-0.012	-0.003	0.006
Si	-5.433	5.406	15.03	0.013	-0.008	-0.008
Si	-2.726	8.123	15.068	0.013	0	-0.004
Si	-5.46	-5.499	15.007	-0.012	0.011	0.006
Si	-2.72	-2.762	15.022	-0.01	0.002	-0.006
O	2.856	-5.032	25.417	-0.181	-0.523	0.246
O	1.932	-3.27	23.848	-0.082	0.354	-0.252
O	2.569	0.032	22.103	-0.157	-0.152	0.132
O	4.074	1.887	23.069	-0.061	0.331	0.075
O	6.31	7.871	25.151	0.444	0.012	0.206
O	1.478	3.222	22.885	0.496	-0.417	0.262
O	2.825	5.38	22.295	0.062	-0.013	0.103
O	9.789	0.9	25.786	0.814	-0.23	0.071
O	1.61	-5.932	23.227	-0.156	-0.039	0.26
O	-1.674	1.232	-1.525	-0.159	0.327	-0.16
O	5.382	-2.731	22.135	-0.134	0.049	0.554
O	4.556	-5.076	-5.813	-0.358	0.255	0.131
O	7.478	0.189	25.16	0.115	0.115	0.293
O	9.076	1.024	23.182	-0.555	0.246	0.155
O	8.762	-7.768	24.349	0.052	-0.02	0.218
O	8.054	5.303	22.052	0.111	-0.108	0.458
O	10.67	-7.544	22.483	-0.562	-0.048	-0.348
O	12.419	6.776	-5.305	0.162	0.005	0.227
O	8.319	-5.3	22.275	0.041	-0.146	0.158
O	11.47	-5.178	-6.054	0.353	0.131	-0.349
O	14.625	-3.893	-6.9	-0.353	0.406	-0.209
O	11.887	-1.652	23.082	0.102	-0.166	0.301
O	15.7	1.571	22.599	0.261	-0.124	0.234
O	10.794	2.66	22.14	0.078	-0.036	0.673
O	12.927	3.494	23.164	0.075	-0.41	0.601
O	18.836	2.722	-3.13	0.04	-0.08	0.178
O	13.913	-8.015	25.335	0.352	-0.023	-0.311
O	12.295	-6.192	26.219	-0.648	-0.02	0.328
O	14.935	-4.04	23.315	-0.38	-0.072	-0.081
O	16.809	-4.902	24.975	0.491	0.06	0.074
O	16.562	-2.378	22.164	0.044	0.024	0.369
O	18.339	-0.23	22.445	0.371	0.547	-0.15
O	19.904	0.268	24.525	0.158	0.531	-0.491
O	21.833	2.677	20.958	-0.06	-0.022	-0.488
O	17.419	3.616	22.78	0.307	0.187	0.369
O	18.994	5.426	21.736	0.073	-0.059	0.014
O	24.66	4.888	24.835	-0.171	-0.5	-0.277
O	23.116	-7.347	23.292	-0.521	-0.44	0.038
O	17.539	-6.642	23.096	-0.097	-0.594	0.107
O	19.244	-5.186	22.015	-0.107	0.069	0.143
O	20.948	-3.438	22.949	-0.315	0.062	0.251
O	21.616	-1.732	24.862	0.358	-0.195	0.3
O	23.152	-2.024	22.836	0.454	0.162	0.106
O	24.167	0.11	21.594	-0.023	0.275	0.194
O	25.483	1.69	23.015	-0.224	0.495	0.303
O	25.831	1.245	-6.382	0.428	-0.05	0.244
O	31.273	6.937	25.811	0.088	0.671	0.237
O	24.572	-5.414	22.194	0.211	0.018	0.014
O	19.917	4.582	24.134	-0.53	-0.115	-0.06
O	26.24	-3.559	22.913	0.276	-0.075	0.298
O	23.687	4.519	-3.297	-0.003	0.388	0.252
O	29.029	-4.415	24.937	-0.425	0.331	-0.112
O	-32.483	2.722	-3.352	0.211	-0.548	-0.479
O	31.685	1.527	23.173	0.654	0.1	0.117
O	-30.591	1.512	25.535	0.434	0.116	-0.648
O	28.452	3.173	22.836	-0.541	-0.096	-0.245
O	29.958	5.373	22.222	-0.213	0.062	0.612
O	31.583	7.286	23.177	0.239	0.466	0.067
O	26.38	7.678	-6.186	-0.437	-0.23	-0.223
O	28.693	-6.204	23.023	-0.08	-0.202	0.179
O	30.543	-4.294	22.757	-0.278	0.267	0.082
O	32.574	-2.722	22.135	-0.114	0.165	0.701
O	-29.112	0.898	23.017	-0.347	0.413	0.261
O	-26.604	-7.098	22.737	-0.489	0.501	-0.019
O	-27.868	7.012	23.15	0.044	-0.075	0.601
O	-29.711	7.218	-4.158	0.423	-0.165	0.187
O	-32.012	-6.292	23.009	-0.358	-0.197	0.044
O	-29.814	-5.386	22.061	-0.01	-0.086	0.492
O	-27.663	-4.007	22.654	0.258	-0.313	0.093
O	-26.002	-1.952	22.986	0.454	-0.208	0.512
O	-27.478	-2.897	25.004	-0.328	0.138	0.279
O	-24.411	-0.114	22.083	0.165	0.122	0.285
O	-22.338	1.347	22.845	0.387	0.182	-0.142
O	-31.028	-0.932	23.057	-0.34	0	0.516
O	-27.324	2.604	22.161	-0.071	-0.093	0.355
O	-23.329	6.317	23.109	0.003	-0.741	-0.048
O	-21.786	-8.17	22.136	0.054	0.082	0.481
O	-19.137	-2.959	-4.568	0.016	0.262	0.464
O	-21.27	-2.297	22.982	0.257	-0.347	0.308
O	-19.406	1.867	24.02	0.52	0.009	0.058
O	-15.065	-3.772	25.129	0.011	-0.52	-0.079
O	-17.328	0.712	23.129	0.388	-0.29	0.317
O	-16.13	2.768	22.181	0.067	-0.202	0.158
O	-20.787	3.881	23.051	-0.509	0.063	0.211
O	-19.002	5.422	22.062	-0.218	0.124	0.434
O	-17.37	7.147	23.04	0.088	-0.211	0.287
O	-23.459	-3.64	22.968	-0.241	0.153	0.386
O	-18.318	-4.524	23.197	-0.261	0.37	0.238
O	-14.378	-1.871	23.146	0.636	0.261	0.143
O	-12.847	1.226	23.289	-0.211	-0.236	0.034
O	-11.661	4.725	23.641	-0.113	-0.473	-0.034
O	-11.897	4.115	-5.388	0.673	-0.114	-0.378
O	-14.261	4.52	22.918	-0.201	0.284	0.181
O	-13.036	6.764	22.805	-0.053	0.528	0.296
O	-11.042	7.993	21.78	-0.092	-0.192	0.143
O	-15.544	-7.336	23.121	0.266	0.236	0.138
O	-13.755	-5.707	22.126	-0.101	0.096	0.562
O	-9.628	-2.074	23.144	-0.49	0.235	0.313
O	-8.13	-0.106	22.241	-0.147	0.019	0.496
O	-6.103	1.194	23.18	0.191	-0.058	0.378
O	-11.556	2.213	25.323	0.262	-0.294	-0.133
O	0.073	-7.983	22.445	-0.025	-0.124	0.41
O	-5.835	-4.493	25.919	-0.027	-0.535	-0.133
O	-12.545	-5.089	25.658	-0.157	-0.412	-0.193
O	-8.468	-4.464	22.887	-0.316	-0.242	0.168
O	-4.552	-1.203	23.11	-0.674	-0.289	-0.029
O	-2.533	-0.039	22.147	0.148	-0.333	0.464
O	13.447	4.65	25.382	-0.524	0.077	0.061
O	-4.631	5.787	25.18	0.336	0.089	-0.568
O	-0.659	3.982	-3.231	-0.431	-0.236	-0.312
O	-5.033	-4.926	-3.3	0.249	-0.184	-0.205
O	5.45	5.411	24.869	-0.162	-0.175	0.214
O	-1.987	-4.466	26.064	0.26	-0.273	0.036
O	5.257	-7.433	-6.722	0.795	-0.004	0.214
O	-1.046	5.846	-1.224	0.015	-0.261	0.204
O	2.94	2.143	25.5	-0.015	-0.17	0.106
O	-0.518	-2.686	-6.507	0.21	-0.182	0.347
O	-25.539	2.952	25.763	-0.458	-0.183	0.097
O	4.292	7.23	23.462	-0.14	0.488	0.167
O	6.607	-0.175	-3.04	0.283	-0.385	-0.384
O	-3.121	-5.805	22.242	-0.243	0.078	0.435
O	3.418	7.041	-6.959	-0.098	-0.62	-0.262
O	-2.229	1.942	26.288	0.404	0.032	-0.146
O	19.143	-6.082	25.153	0.122	-0.24	-0.346
O	13.101	0.481	-5.818	0.367	0.142	-0.162
O	0.028	6.542	-3.476	0.507	0.041	0.389
O	6.62	-5.808	-4.352	-0.382	-0.547	-0.002
O	10.141	-3.602	23.337	0.055	-0.161	0.473
O	-2.562	-2.762	-3.15	0.091	0.067	-0.537
O	10.262	-2.471	-2.895	-0.135	0.033	-0.134
O	17.699	-1.129	24.715	0.25	-0.418	-0.288
O	15.408	3.388	24.351	0.165	-0.025	0.528
O	6.54	-6.965	23.111	-0.661	0.025	0.011
O	14.369	5.532	23.004	-0.018	0.308	-0.022
O	9.536	-1.279	24.291	-0.073	-0.218	0.294
O	16.07	7.421	23.135	0.309	0.362	-0.06
O	-13.372	5.813	25.158	0.199	0.006	-0.057
O	-16.404	0.64	-3.994	0.02	0.379	-0.113
O	8.957	-5.931	-5.554	-0.216	0.072	-0.315
O	19.806	-1.298	-5.735	-0.143	0.133	-0.163
O	13.499	-3.9	-4.648	-0.161	0.323	0.279
O	23.625	2.852	26.328	0.269	-0.362	0.394
O	-26.909	-4.74	-4.985	-0.456	0.27	0.06
O	-8.888	-2.779	-6.061	-0.324	-0.083	-0.202
O	22.321	3.979	23.088	0.286	0.237	0.424
O	27.348	7.696	-3.805	0.54	-0.263	-0.129
O	-15.689	7.279	-5.532	-0.129	0.348	0.392
O	-17.934	-6.89	24.244	0.053	-0.183	0.088
O	-21.87	-4.001	24.948	-0.216	-0.252	0.189
O	22.917	-3.979	24.642	0.099	0.007	-0.048
O	15.928	-6.109	-6.45	-0.326	-0.279	0.566
O	27.503	-6.295	-6.548	-0.275	0.364	-0.129
O	25.271	-4.256	-6.496	0.028	-0.094	-0.355
O	9.972	4.111	26.143	0.522	0.102	-0.458
O	32.108	-1.293	-5.694	-0.634	0.516	0.445
O	25	-3.704	-1.372	-0.14	0.213	-0.139
O	-30.032	5.465	-6.063	-0.336	-0.17	-0.032
O	21.278	5.342	-3.401	-0.012	0.016	-0.585
O	25.717	5.581	-4.799	-0.015	-0.114	-0.459
O	27.086	-5.263	-0.51	0.055	0.149	-0.236
O	-3.497	-0.236	25.425	-0.264	0.18	-0.09
O	29.898	-0.008	22.135	0.031	0.157	0.503
O	-17.048	-3.878	-5.803	0.332	-0.06	0.462
O	-32.307	-7.637	25.112	0.57	0.037	0.848
O	22.515	5.22	26.181	-0.228	-0.398	-0.293
O	-29.932	2.599	-3.526	0.155	-0.384	-0.794
O	-32.634	5.424	-0.443	-0.079	0.036	-0.434
O	32.607	-2.645	-3.54	-0.244	0.218	0.153
O	-19.593	-0.371	22.65	0.047	0.138	-0.237
O	-23.929	-3.863	-1.184	-0.214	0.41	-0.142
O	27.586	0.959	24.233	0.367	-0.149	-0.174
O	30.931	-6.254	24.345	-0.092	-0.501	0.102
O	-29.897	-8.153	-0.573	0.069	0.178	-0.258
O	17.428	4.779	-3.915	-0.35	-0.149	-0.34
O	-20.382	4.579	-1.636	0.172	-0.194	-0.491
O	32.056	-2.661	25.696	-0.133	-0.099	-0.483
O	-23.538	0.815	25.117	-0.431	0.032	0.342
O	-31.061	4.991	-3.644	-0.231	0.222	0.206
O	9.202	7.333	-1.327	0.111	0.005	-0.323
O	-26.73	5.598	-3.709	-0.164	-0.095	-0.128
O	-32.613	-5.316	-3.52	-0.549	0.09	-0.765
O	31.493	-4.08	-1.573	-0.503	-0.163	-0.469
O	-24.791	-3.724	-3.745	-0.058	0.248	0.117
O	-29.411	-0.68	25.205	0.444	-0.322	0.313
O	-21.121	-1.356	-4.189	-0.198	0.325	-0.122
O	-26.017	4.847	-1.311	0.657	0.11	-0.159
O	-15.106	4.272	-1.502	-0.458	-0.208	-0.219
O	-9.009	2.02	25.887	-0.117	-0.485	-0.394
O	16.28	-3.345	-4.855	-0.161	-0.166	0.075
O	-21.629	2.63	25.128	0.146	-0.053	0.793
O	-19.717	1.439	-6.313	-0.122	0.345	-0.37
O	-24.414	5.279	25.272	0.164	-0.104	0.392
O	22.622	-3.797	-2.735	-0.154	-0.533	-0.02
O	-17.473	-3.006	25.938	-0.167	0.303	-0.549
O	21.84	-6.157	-1.336	-0.17	0.6	0.053
O	-23.219	8.019	-6.038	0.137	0.294	0.038
O	1.426	-0.918	25.22	0.648	0.452	0.143
O	-11.242	-8	25.583	-0.453	-0.145	-0.01
O	-21.187	-0.301	25.443	0.082	0.081	-0.448
O	-21.357	-3.279	-6.037	-0.075	-0.212	0.07
O	-6.495	6.425	23.204	-0.12	-0.441	0.099
O	6.067	2.118	-3.971	-0.324	0.062	0.355
O	-10.314	-3.856	24.912	0.181	-0.156	0.522
O	-16.914	-0.732	-6.168	-0.264	-0.158	0.368
O	25.226	0.074	25.25	-0.707	0.385	0.124
O	-28.77	-3.308	-1.016	-0.006	0.491	-0.296
O	27.37	-3.989	-5.11	0.548	0.222	0.066
O	-21.91	5.324	-3.721	-0.677	-0.113	-0.035
O	18.188	-1.658	-3.737	-0.164	0.163	0.261
O	-18.176	6.525	-4.714	-0.18	0.114	0.307
O	28.045	0.933	-3.451	-0.277	-0.099	-0.104
O	-18.994	2.823	-0.437	0.093	0.105	-0.429
O	-25.28	-6.717	-5.077	0.273	0.362	0.017
O	-7.408	1.488	-0.955	-0.256	0.402	0.106
O	-9.711	2.73	-6.182	-0.599	0.014	0.601
O	-14.274	-2.261	-1.286	-0.094	0.227	-0.341
O	30.446	1.911	-3.869	0.381	-0.265	-0.431
O	-6.389	7.614	25.574	0.379	0.54	-0.057
O	-8.582	-7.104	-0.726	0.36	0.098	-0.025
O	24.16	-1.846	-3.111	-0.515	0.269	0.299
O	28.24	-6.17	-3.997	0.679	0.261	0.1
O	-16.731	3.779	25.346	0.125	0.34	-0.533
O	11.853	-1.128	-1.267	-0.228	0.255	-0.118
O	-6.447	2.469	25.374	0.087	0.002	0.151
O	-1.473	-4.092	-1.189	-0.556	0.133	0.017
O	-12.085	7.366	-3.776	0.621	-0.239	-0.371
O	-1.392	6.609	-5.67	0.309	0.026	-0.736
O	-21.825	-5.277	-0.383	0.054	-0.079	-0.186
O	-26.69	0.244	-5.438	0.46	0.414	-0.37
O	-16.745	6.238	-1.324	-0.084	-0.227	-0.079
O	-14.73	0.746	-6.065	0.673	0.05	0.12
O	-8.749	-7.763	25.78	-0.099	0.713	0.229
O	0.563	1.58	-3.812	-0.185	-0.173	0.01
O	-30.632	-1.447	-1.355	0.187	0.402	-0.512
O	14.238	-8.137	-2.804	-0.107	-0.053	-0.017
O	-9.687	-7.14	23.482	-0.008	0.273	0.314
O	-17.666	-5.177	-3.728	-0.16	0.233	0.566
O	-9.2	4.296	23.202	0.824	0.173	-0.051
O	28.422	3.458	-1.458	-0.131	-0.463	-0.229
O	-9.286	-0.108	-6.096	-0.128	-0.045	0.625
O	-17.381	1.349	-1.668	0.047	0.239	-0.313
O	-4.895	2.681	-6.174	0.407	-0.196	0.121
O	15.654	-4.49	-0.556	0.318	-0.421	0.015
O	-2.241	4.416	25.134	0.221	0.317	0.433
O	29.798	-2.549	-0.462	0.031	-0.108	-0.402
O	-9.124	-2.3	-3.531	-0.542	-0.145	0.031
O	26.08	-6.857	-2.451	-0.155	0.453	0.394
O	1.172	7.555	-5.568	0.195	-0.378	0.037
O	32.193	2.126	25.763	-0.201	0.34	0.502
O	30.894	4.321	-2.707	-0.239	0.065	0.207
O	23.821	-7.625	-1.374	-0.005	-0.115	-0.217
O	17.151	-3.949	-2.548	0.253	0.194	0.378
O	-5.115	-2.293	-3.4	-0.476	0.401	-0.096
O	5.585	6.656	-5.458	0.523	0.258	0.242
O	-16.504	-2.882	22.176	0.232	0.134	0.066
O	30.655	6.695	-1.51	-0.117	0.679	-0.018
O	10.855	2.619	-2.967	-0.304	0.245	-0.49
O	23.898	-6.267	25.556	0.568	0.094	0.164
O	-16.592	5.032	-6.311	0.327	0.071	-0.43
O	3.826	2.44	-5.367	-0.22	-0.498	0.026
O	-12.231	7.077	-1.247	0.109	0.616	-0.117
O	24.777	0.436	-4.192	0.006	0.167	0.424
O	1.491	3.689	-4.753	-0.231	0.34	-0.236
O	-9.343	-4.846	-4.269	-0.61	0.216	0.045
O	2.529	-7.948	-0.452	-0.275	0.134	-0.633
O	-2.936	-2.622	24.521	-0.204	-0.045	-0.49
O	-31.756	3.973	23.145	-0.247	-0.608	0.201
O	8.481	-7.389	-3.36	0.151	-0.152	-0.233
O	18.074	6.42	24.466	-0.027	-0.053	0.196
O	27.17	5.392	-0.288	0.332	0.304	-0.013
O	-5.597	0.11	-6.646	-0.08	-0.459	0.694
O	22.999	-5.593	-6.522	-0.266	-0.149	0.032
O	13.015	-6.402	-4.225	0.093	-0.472	-0.3
O	12.496	3.719	-1.207	0.351	-0.206	-0.05
O	20.367	6.996	23.199	0.442	0.698	0.159
O	15.731	6.542	25.677	-0.045	-0.479	0.214
O	17.667	6.639	-5.774	-0.323	-0.456	-0.071
O	5.386	2.846	25.134	0.268	-0.045	0.578
O	-31.024	3.636	-1.379	0.424	-0.144	-0.057
O	-5.477	-0.19	-0.227	0.17	0.011	-0.234
O	-14.328	-6.923	-1.368	0.523	-0.543	-0.179
O	-0.823	-7.464	-4.451	-0.107	0.03	0.187
O	8.18	0.857	-4.908	0.099	0.294	-0.209
O	18.202	-4.867	-6.881	-0.077	0.397	0.173
O	-25.129	-1.38	-1.112	-0.01	-0.647	-0.23
O	-10.061	4.304	-3.515	0.067	0.559	-0.548
O	16.609	7.203	-3.399	0.176	0.62	0.032
O	24.883	3.019	-4.881	-0.111	-0.042	-0.057
O	-20.849	3.175	-4.646	-0.175	-0.141	0.271
O	22.42	-6.489	-4.066	0.59	0.024	0.105
O	-20.221	7.036	-2.654	-0.08	0.035	-0.421
O	-22.58	4.292	-6.197	0.076	-0.326	-0.19
O	19.989	2.928	-5.438	-0.216	0.4	0.148
O	19.209	2.448	-0.25	0.006	-0.169	-0.61
O	3.892	-4.708	22.996	0.046	-0.159	0.298
O	28.393	-0.462	-1.23	0.417	-0.012	-0.06
O	6.137	-1.328	-0.829	-0.346	-0.398	-0.17
O	26.256	1.082	-1.421	-0.262	0.293	-0.219
O	-30.839	-0.937	-4.55	-0.319	0.402	-0.094
O	-13.27	-7.797	-5.745	0.143	0.298	-0.561
O	14.787	1.42	-1.325	-0.099	-0.066	0.071
O	-19.059	-2.139	-0.634	-0.115	-0.681	-0.094
O	4.496	6.691	-1.339	-0.178	-0.014	-0.307
O	12.748	-6.468	23.539	0.589	0.518	0.149
O	-31.857	-6.563	-1.333	-0.55	0.163	0.121
O	-5.618	-7.247	-5.953	-0.119	0.297	0.018
O	19.932	0.573	-3.966	0.05	-0.13	-0.088
O	27.158	-8.156	22.144	-0.202	0.12	0.569
O	-8.911	-7.438	-3.214	-0.342	-0.278	-0.077
O	-29.775	-7.191	-5.991	-0.434	0.212	0.055
O	-16.675	2.381	-6.507	-0.088	-0.554	0.041
O	30.776	6.589	-4.111	-0.089	0.146	-0.274
O	-3.991	-2.287	-0.981	0.18	-0.523	-0.015
O	-10.727	5.321	-0.239	0.068	-0.024	-0.427
O	18.916	-4.004	-4.415	0.352	0.217	0.021
O	-26.966	-5.266	26.041	-0.045	0.001	-0.084
O	26.579	-2.25	25.155	-0.084	-0.585	0.218
O	27.457	3.396	25.159	-0.516	-0.142	0.031
O	-18.092	-0.936	-2.753	-0.27	-0.265	-0.532
O	20.512	-5.756	-5.638	-0.132	0.189	-0.44
O	26.946	6.048	24.773	0.539	0.28	-0.151
O	10.793	-7.678	-6.028	-0.359	-0.09	0.354
O	-27.989	6.595	-1.511	-0.023	0.347	-0.21
O	32.549	-7.931	-3.365	0.041	0.025	0.479
O	-25.621	-6.881	-1.653	-0.5	-0.155	-0.579
O	-24.537	2.894	-0.411	0.09	0.022	-0.292
O	22.458	7.869	25.753	-0.142	0.219	0.231
O	-16.356	7.679	25.35	0.089	-0.152	-0.03
O	-32.119	6.736	-5.261	0.032	-0.05	-0.566
O	-6.13	4.99	-5.797	0.001	0.067	-0.293
O	-27.348	2.126	-3.622	0.129	0.462	-0.404
O	-25.668	0.277	-3.024	0.111	0.215	-0.03
O	-5.132	-7.95	22.236	-0.233	0.104	0.688
O	4.83	0.303	24.944	-0.246	-0.209	0.404
O	-27.443	5.349	-6.268	0.168	-0.206	0.011
O	-17.204	-3.413	-1.523	0.069	-0.375	-0.368
O	-7.872	-3.001	24.969	-0.169	0.172	0.447
O	-4.195	-6.405	-1.307	0.217	0.163	-0.355
O	26.085	-0.871	23.059	-0.308	0.011	-0.19
O	22.367	-1.703	-1.264	0.19	0.006	-0.398
O	-15.998	1.232	25.591	-0.575	-0.174	-0.084
O	10.539	0.372	-5.933	0.124	-0.229	0.248
O	12.758	-6.35	-1.532	-0.184	0.393	-0.279
O	29.647	-4.895	-5.848	0.085	-0.023	0.305
O	-3.539	-0.352	-2.569	-0.524	0.172	0.034
O	28.498	-7.222	-1.638	0.43	-0.403	-0.196
O	17.409	3.996	-1.383	-0.056	0.609	-0.251
O	-18.627	7.876	-0.708	-0.143	0.494	0.112
O	5.925	4.038	-5.645	0.497	0.153	-0.438
O	-0.968	-0.299	26.223	-0.106	-0.268	-0.078
O	15.255	6.354	-1.275	0.306	-0.218	-0.273
O	-9.516	-1.06	-1.256	-0.136	0.324	-0.128
O	-28.734	1.716	-1.363	-0.23	0.014	-0.284
O	6.367	-1.121	-6.572	-0.535	-0.037	-0.014
O	-0.628	1.53	23.118	-0.151	-0.363	0.275
O	-5.428	-2.05	25.302	-0.319	0.225	0.778
O	-4.137	3.33	-1.382	0.178	-0.337	-0.155
O	9.906	6.49	23.29	0.127	-0.465	0.376
O	20.415	-3.553	-1.395	0.049	-0.327	-0.361
O	-29.4	-2.671	-3.393	0.276	-0.492	-0.237
O	21.289	2.756	25.212	-0.253	-0.182	0.321
O	21.318	7.958	-2.734	0.518	-0.098	0.168
O	-19.75	-5.319	25.423	-0.046	-0.083	0.295
O	17.55	1.535	24.362	-0.104	0.19	0.748
O	-12.268	-3.907	-1.344	0.261	0.095	-0.387
O	7.716	4.018	24.73	0.444	0.023	-0.371
O	-25.664	7.155	-5.48	-0.175	0.399	-0.492
O	-8.162	2.503	-3.245	-0.013	-0.051	-0.599
O	-18.159	-7.631	-3.175	0.003	-0.021	-0.034
O	6.759	-3.491	-5.524	0.24	-0.088	0.16
O	-1.871	-5.285	-3.466	-0.576	-0.198	0.457
O	20.257	2.267	22.875	-0.186	-0.011	0.521
O	-31.714	6.27	24.509	0.915	0.18	-0.274
O	19.162	6.81	-3.657	-0.016	0.43	-0.093
O	14.716	0.341	-3.741	0.243	-0.408	0.097
O	-22.116	-6.499	25.869	-0.109	-0.012	-0.195
O	28.643	5.577	-2.909	-0.347	0.434	0.102
O	18.893	-8.083	-0.345	0.135	-0.025	-0.451
O	8.23	-2.731	-0.225	0.117	-0.011	-0.224
O	20.266	6.551	25.842	-0.428	0.15	0.44
O	-13.435	2.652	-0.429	-0.072	0.16	-0.601
O	-14.821	-1.395	-4.674	-0.367	-0.72	0.258
O	-2.632	7.964	-0.529	-0.117	0.022	-0.533
O	-13.488	0.561	25.857	0.39	-0.463	0.555
O	0.996	-0.99	-3.75	0.307	0.236	0.149
O	-20.415	5.707	-5.811	0.01	-0.041	-0.066
O	-1.369	-4.395	23.404	0.314	0.05	0.001
O	2.649	-6.856	-6.655	-0.337	0.423	0.163
O	0.03	-0.242	-0.315	0.001	0.039	-0.155
O	4.756	0.814	-1.334	-0.063	0.355	-0.265
O	31.897	-4.409	-7.034	0.119	-0.218	0.188
O	2.975	2.467	-0.342	0.112	0.16	-0.392
O	1.448	3.487	-1.998	0.011	0.191	-0.189
O	-7.756	-0.082	-3.035	0.287	-0.139	-0.559
O	-21.522	-5.885	-6.772	-0.607	-0.372	-0.032
O	5.23	5.15	-3.322	-0.204	-0.345	-0.017
O	25.67	-1.948	-5.226	0.145	0.34	-0.292
O	-5.677	1.655	-2.876	0.192	-0.05	-0.413
O	3.878	-3.616	-1.206	-0.487	0.23	-0.065
O	-27.304	-6.776	-6.727	0.491	0.12	-0.356
O	2.546	-3.141	-3.456	-0.039	-0.156	-0.419
O	10.142	1.223	-0.827	0.239	-0.263	-0.012
O	-7.586	5.072	-3.517	0.149	0.081	0.18
O	-31.17	-3.933	-1.841	-0.103	-0.308	0.03
O	6.34	4.746	-1.027	-0.174	0.022	-0.186
O	8.169	2.866	-0.166	-0.216	0.112	-0.641
O	-29.825	5.462	22.216	0.136	0.028	0.47
O	5.502	-5.446	-0.346	0.09	-0.157	-0.634
O	7.313	-7.165	-1.072	-0.061	0.06	-0.16
O	-18.649	-0.371	25.177	0.573	-0.205	0.014
O	10.097	-4.411	-1.095	0.362	-0.094	-0.243
O	10.318	0.06	-3.1	-0.217	-0.075	-0.383
O	-25.977	4.36	23.372	0.033	0.226	0.251
O	28.318	3.352	-4.216	0.143	0.259	-0.314
O	-24.671	-5.541	21.921	0.173	-0.002	0.155
O	10.819	5.507	-0.352	0.027	-0.126	-0.548
O	-6.225	-4.735	-0.96	0.255	0.133	0.075
O	-20.2	-6.34	23.053	-0.139	0.169	0.288
O	13.621	8.076	-0.107	-0.27	-0.288	0.075
O	18.525	-2.274	-0.251	-0.085	-0.12	-0.571
O	11.304	-4.72	-3.457	0.234	-0.312	0.26
O	-16.49	-1.005	-0.745	-0.108	0.657	-0.005
O	13.631	-2.759	-0.26	0.053	0.007	-0.577
O	16.52	-0.257	-0.29	-0.098	0.003	-0.439
O	-31.39	-3.26	-5.784	0.55	-0.598	0.393
O	29.067	7.935	-6.667	-0.002	-0.345	0.166
O	14.45	5.808	-3.785	0.245	-0.268	-0.215
O	0.49	-1.475	22.82	-0.327	0.371	-0.052
O	16.985	-7.595	25.31	-0.28	0.001	0.737
O	-7.363	7.138	-1.474	0.022	-0.198	-0.442
O	17.191	-6.379	-1.385	-0.112	-0.368	-0.493
O	24.999	-4.175	-3.927	0.183	-0.35	0.164
O	-7.978	-2.895	-0.302	-0.128	-0.107	-0.216
O	15.066	-5.656	-2.788	0.375	0.096	-0.513
O	-1.454	0.064	-3.976	-0.398	-0.142	-0.441
O	-6.516	-6.898	-2.415	0.14	-0.03	-0.506
O	0.374	-5.841	-0.389	-0.252	-0.058	-0.162
O	-0.025	-3.369	-3.241	0.137	-0.123	-0.579
O	24.356	2.712	-0.508	0.083	0.058	-0.351
O	20.181	6.189	-1.249	-0.153	-0.42	0.074
O	22.256	4.134	-1.22	-0.716	0.038	0.189
O	-23.549	0.787	-1.42	0.321	-0.121	-0.219
O	-18.572	3.604	-5.492	-0.201	0.436	0.228
O	24.839	7.631	24.841	0.205	0.287	0.387
O	-23.459	-1.131	-3.123	-0.15	-0.123	-0.543
O	-3.321	4.999	22.75	0.111	0.205	-0.221
O	-23.459	-5.848	-2.807	0.728	-0.014	-0.082
O	8.708	-4.686	-3.265	-0.198	0.042	0.158
O	21.875	-7.931	-6.31	0.432	-0.486	0.144
O	-14.393	6.639	-2.526	-0.015	0.3	0.009
O	-19.399	4.116	25.31	-0.288	0.315	0.242
O	-3.112	-6.543	-5.444	-0.201	0.401	0.007
O	-17.339	-7.038	-5.696	0.292	-0.125	0.096
O	-28.336	4.145	-2.232	-0.188	0.067	0.131
O	-9.804	6.591	24.292	0.324	0.057	-0.029
O	31.269	-0.197	25.174	-0.398	-0.255	-0.562
O	8.355	1.808	-2.601	-0.033	0.299	0.145
O	26.274	4.107	-2.82	-0.248	0.061	0.644
O	31.393	-7.722	-5.725	-0.017	0.481	0.114
O	-32.572	0.126	-0.513	-0.041	-0.064	-0.384
O	6.557	-0.632	23.004	0.562	0.551	0.037
O	12.092	4.757	-3.666	-0.671	0.281	0.172
O	-14.122	2.903	24.973	0.106	0.357	-0.297
O	-4.016	2.477	24.529	0.103	-0.389	-0.348
O	-25.035	4.682	-5.633	0.098	-0.407	0.337
O	11.848	2.699	-6.328	-0.512	0.325	0.291
O	-8.207	-6.731	-5.609	0.089	0.472	-0.262
O	5.933	-1.988	25.16	0.16	-0.5	-0.455
O	-4.612	-3.716	-5.566	-0.115	-0.058	-0.11
O	8.745	-1.596	-5.611	0.408	-0.385	0.493
O	-3.162	2.045	-3.465	0.195	0.469	-0.173
O	-27.158	-0.003	-0.265	0.061	-0.187	-0.4
O	-14.228	3.294	-6.133	-0.15	0.054	0.275
O	21.512	2.729	-3.343	0.109	-0.609	-0.172
O	-16.23	-5.536	-0.399	-0.182	-0.209	-0.068
O	-26.097	-2.282	-5.646	0.122	0.141	-0.144
O	28.351	-1.987	22.99	0.265	0.004	0.475
O	-23.85	3.119	23.836	0.349	-0.087	-0.433
O	-10.824	2.513	22.181	0.071	-0.119	0.19
O	-27.216	-5.316	-0.439	-0.152	0.098	-0.746
O	24.753	7.783	-3.88	-0.582	0.197	-0.411
O	-15.199	-1.318	25.485	-0.658	-0.124	0.223
O	-23.448	-7.897	-0.971	0.194	0.246	0.278
O	13.663	0.037	22.112	0.074	-0.001	0.412
O	-23.208	-1.781	24.791	-0.698	0.016	-0.121
O	-8.703	4.077	-1.268	0.543	-0.026	-0.094
O	-25.346	7.475	24.218	-0.103	0.394	-0.018
O	-11.821	2.368	-3.429	-0.166	-0.03	-0.161
O	15.615	-2.519	25.389	-0.543	0.266	0.25
O	-22.351	6.12	-1.253	-0.37	-0.37	0.032
O	-7.035	-3.68	-4.481	0.239	0.049	0.115
O	-3.445	4.868	-5.812	0.19	-0.113	-0.351
O	-20.275	-6.829	-1.676	-0.485	0.45	-0.473
O	-24.084	8.026	-3.48	0.05	-0.374	0.19
O	-2.499	5.767	-3.451	-0.734	0.151	0.368
O	7.354	-5.969	25.434	0.1	0.407	-0.333
O	14.349	-4.737	25.799	-0.275	-0.22	-0.214
O	-11.74	0.848	-1.297	-0.046	-0.229	-0.087
O	-32.292	-5.029	25.386	0.575	0.031	0.096
O	-12.993	-6.465	-3.546	0.532	0.306	0.19
O	29.304	5.255	25.296	-0.084	0.176	-0.281
O	28.964	1.362	-5.949	0.139	-0.545	-0.008
O	-16.181	5.264	-3.73	0.045	-0.333	-0.119
O	0.121	-0.139	-6.054	0.342	0.398	-0.182
O	-24.688	-4.367	-6.293	0.227	-0.224	0.108
O	-27.424	-7.692	25.174	-0.274	-0.224	-0.014
O	-10.702	-5.6	-0.267	-0.178	0.023	-0.533
O	20.82	-1.844	-3.373	0.164	0.137	-0.078
O	31.119	2.059	-1.347	-0.267	-0.024	0.045
O	5.071	-3.844	-3.552	0.442	-0.014	0.409
O	-12.489	4.908	-2.914	-0.076	-0.15	0.372
O	-3.898	7.307	-4.998	-0.268	0.05	0.233
O	12.497	-1.175	-3.803	0.126	0.018	-0.264
O	-1.478	6.564	23.465	0.187	0.394	0.565
O	11.519	-2.511	25.501	0.059	-0.012	0.289
O	-13.644	5.888	-5.82	0.198	-0.034	0.411
O	-7.128	5.125	25.359	-0.363	-0.457	-0.394
O	-12.759	-2.541	25.1	0.277	0.451	0.373
O	-10.154	4.369	25.766	0.185	0.323	0.454
O	25.33	6.238	22.696	-0.281	-0.233	0.237
O	22.027	0.506	26.14	0.526	-0.295	0.254
O	-8.747	5.236	-5.832	-0.252	0.356	-0.16
O	-6.017	-3.76	23.296	0.767	0.105	-0.189
O	-5.588	5.34	-0.525	0.081	0.042	-0.463
O	19.656	-3.764	26.244	-0.157	0.066	-0.313
O	0.438	2.86	25.23	-0.303	0.202	0.28
O	-28.551	-1.632	22.967	-0.092	-0.006	-0.371
O	-19.861	-1.191	-6.445	0.143	-0.125	0.091
O	-7.24	7.221	-5.056	0.132	0.25	0.646
O	-12.864	-2.613	-3.522	0.344	-0.156	-0.41
O	18.055	-6.439	-4.859	0.007	-0.283	0.598
O	6.04	3.798	22.803	-0.592	-0.057	0.19
O	-28.328	-0.282	-3.502	-0.217	0.012	0.354
O	-30.365	-6.664	-3.476	0.299	0.554	0.391
O	-22.925	7.403	25.514	0.035	-0.396	-0.014
O	3.553	5.011	-5.335	-0.421	0.68	0.364
O	-10.814	-6.941	-4.932	-0.102	0.073	-0.382
O	1.451	-2.079	-1.388	0.553	0.033	-0.17
O	-21.334	-1.278	-1.546	-0.102	0.321	-0.195
O	-20.15	-7.953	-5.494	0.001	-0.035	0.381
O	-0.864	4.06	23.11	0.206	-0.04	-0.612
O	29.777	2.052	24.889	0.153	0.087	0.115
O	31.694	4.554	25.027	-0.25	-0.458	-0.023
O	-14.473	-4.555	-2.636	-0.184	0.159	0.142
O	25.636	6.955	-1.561	0.199	-0.239	-0.4
O	6	1.531	-6.555	0.161	0.195	-0.071
O	19.987	-6.078	-3.105	-0.464	0.29	0.573
O	-7.382	1.754	-5.939	0.14	0.401	0.43
O	-18.919	1.451	-3.819	-0.444	0.149	0.163
O	-5.555	3.631	22.886	-0.643	0.342	0.286
O	-28.595	-1.604	-5.727	-0.31	-0.411	-0.429
O	-0.827	-5.23	-5.83	0.428	-0.085	-0.024
O	-4.875	3.955	-3.828	-0.447	0.279	0.289
O	14.481	-1.64	-5.46	0.41	0.304	-0.517
O	21.207	0.379	-0.311	-0.029	0.092	-0.294
O	-0.334	-2.748	25.053	0.232	0.171	0.461
O	-27.858	-7.123	-4.209	0.157	0.034	0.625
O	4.33	-1.451	-2.669	-0.488	0.151	-0.502
O	6.887	6.955	-2.438	-0.143	0.172	-0.297
O	4.061	7.244	26.221	-0.626	0.122	-0.084
O	-12.125	-4.088	23.159	0.257	0.133	0.072
O	-10.361	0.103	-3.389	0.076	0.023	-0.287
O	-31.175	4.013	25.737	0.485	0.384	0.172
O	26.566	-1.063	-2.935	0.329	-0.478	0.073
O	-12.976	0.027	-3.472	-0.368	0.258	0.234
O	-15.643	-6.774	-3.642	0.049	-0.093	-0.109
O	11.311	8.096	24.921	-0.081	-0.232	0.57
O	-22.231	-3.423	-3.036	0.465	-0.305	-0.355
O	23.178	1.279	-6.084	-0.214	0.229	0.388
O	13.603	4.539	-5.876	0.282	-0.297	0.087
O	-12.366	-1.144	-5.729	0.349	-0.061	0.073
O	16.186	2.537	-3.256	-0.144	-0.017	-0.43
O	13.515	2.588	-3.299	-0.004	0.062	-0.306
O	-18.421	7.21	-7.08	0.392	-0.601	-0.362
O	21.501	-5.583	26.237	0.166	-0.553	0.349
O	-19.459	-5.296	-5.487	-0.457	0.05	0.087

Results
total energy: -406608.759 eV
total energy less fixed offsets of O -438.25, Si -107.07 eV per atom: 4.041 eV
